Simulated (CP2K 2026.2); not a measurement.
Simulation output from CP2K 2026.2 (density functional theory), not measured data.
Periodic cell of 1152 atoms, Si864O288, from a study of silicon, its oxide and their interface. The atomic structure is a simulated model.
Doubt: the forces sum to 2.93 eV/angstrom along one axis rather than to zero, so they err by at least 0.0025 eV/angstrom per atom on average; the grid cutoff is modest.

Settings
functional: PBE
method: Gaussian and plane waves
basis set: DZVP-MOLOPT-SR-GTH
pseudopotentials: GTH-PBE
grid cutoff: 350 Ry, relative cutoff 50 Ry
k points: Gamma only
occupations: fixed
spin: none
net charge: 0

Cell vectors (angstrom)
a, 32.64, 0, 0
b, 0, 16.32, 0
c, -2.8608, 2.5632, 38.6726

Atoms and the computed forces on them: element, x, y, z (angstrom), force x, y, z (eV/angstrom)
Si, 1.1304, 15.1884, 0.1679, 0.1609, -0.0355, 0.7249
Si, 3.9385, 1.7384, 0.0036, 0.1477, -0.2681, 0.6807
Si, 1.724, 3.9364, 0.2188, -0.2072, -0.0305, 0.6683
Si, 3.9486, 6.9476, 0.3471, 0.0848, -0.1, 0.6976
Si, 1.6956, 9.1391, 0.0797, -0.1195, 0.2116, 0.6688
Si, 4.309, 12.066, 0.0837, -0.2825, 0.1522, 0.709
Si, 7.0944, 14.5779, 0.2556, -0.1312, 0.2086, 0.7588
Si, 9.5063, 1.6814, 0.3099, 0.0204, -0.3402, 0.621
Si, 7.0337, 3.6581, 0.0267, -0.2152, 0.4255, 0.6314
Si, 6.9098, 9.0834, 38.5055, -0.299, 0.307, 0.7004
Si, 6.5131, 9.8004, 0.1811, 0.1949, -0.2492, 0.7405
Si, 9.2511, 12.2873, 0.1399, 0.3012, -0.0957, 0.7035
Si, 12.3566, 14.7386, 0.1801, -0.1613, 0.1509, 0.7401
Si, 12.3272, 3.5595, 38.6648, -0.2865, 0.2596, 0.7191
Si, 11.9705, 4.302, 0.2782, 0.1481, 0.015, 0.659
Si, 14.7064, 7.1897, 0.1414, 0.0309, -0.1175, 0.7072
Si, 12.4373, 9.3137, 0.0344, -0.2111, 0.1572, 0.7791
Si, 14.627, 12.5747, 0.0701, 0.1318, -0.2394, 0.7517
Si, 17.4042, 15.0812, 0.3105, 0.1108, -0.1037, 0.7024
Si, 16.9479, 4.1013, 38.5273, 0.4401, -0.1487, 0.6502
Si, 14.7913, 6.4762, 38.5896, -0.1809, 0.2471, 0.6528
Si, 17.2321, 9.7172, 38.5066, 0.2061, -0.3288, 0.6754
Si, 15.0273, 12.0261, 38.6262, -0.2489, 0.1866, 0.6562
Si, 17.9631, 14.5619, 38.6031, -0.2185, 0.114, 0.7398
Si, 23.4349, 14.6668, 0.1476, -0.0101, 0.0812, 0.7071
Si, 25.6876, 1.6708, 0.107, 0.1446, -0.268, 0.7413
Si, 20.4284, 6.2891, 38.528, -0.1961, 0.3179, 0.6723
Si, 23.3035, 9.0781, 38.6453, -0.1694, 0.0697, 0.7487
Si, 20.0768, 12.2197, 38.6449, 0.1594, -0.1151, 0.7127
Si, 25.5971, 12.4351, 0.0536, 0.1795, -0.0951, 0.7594
Si, 26.0734, 17.2163, 38.59, -0.3309, 0.2613, 0.7449
Si, 31.5496, 1.0913, 0.0713, -0.0766, 0.1855, 0.749
Si, 28.2352, 4.1675, 0.0572, 0.2426, 0.0177, 0.656
Si, 31.0715, 7.0987, 0.0154, 0.0646, -0.213, 0.7249
Si, 28.9617, 9.378, 0.1685, -0.2006, -0.054, 0.6434
Si, 31.174, 12.4136, 0.1844, 0.1865, -0.1532, 0.7046
Si, 2.8025, 16.3815, 1.2795, -0.0077, 0.0129, -0.058
Si, 5.4808, 2.6896, 1.4923, -0.0128, -0.0005, -0.0622
Si, 2.8166, 5.3938, 1.6373, -0.0066, -0.0017, -0.0424
Si, 5.4492, 8.2232, 1.5359, 0.0018, 0.014, -0.0572
Si, 2.7136, 10.8689, 1.3404, 0.0015, 0.0145, -0.0561
Si, 5.4202, 13.5743, 1.4899, -0.0112, -0.0071, -0.0482
Si, 8.2613, 16.2839, 1.4257, 0.0053, 0.0126, -0.0718
Si, 10.8899, 2.8378, 1.7074, 0.035, 0.0181, -0.0012
Si, 8.0914, 5.4752, 1.1658, 0.0165, -0.0228, -0.0473
Si, 10.8289, 8.1238, 1.2684, 0.0221, 0.0046, -0.0645
Si, 8.1169, 10.8242, 1.5212, -0.0026, 0.0074, -0.0769
Si, 10.8232, 13.5118, 1.419, -0.0248, -0.0131, -0.0442
Si, 13.549, 16.3406, 1.3871, -0.011, -0.0076, -0.0441
Si, 16.2026, 2.7002, 1.3, 0.0233, -0.0045, -0.0404
Si, 13.5865, 5.539, 1.4095, -0.0112, 0.0226, -0.0628
Si, 16.3146, 8.3404, 1.3498, 0.0113, -0.0072, -0.0337
Si, 13.5687, 10.9027, 1.3446, 0.0025, 0.0032, -0.0777
Si, 16.1952, 13.5564, 1.5161, -0.0438, 0.0109, -0.0715
Si, 18.9864, 16.3271, 1.4352, -0.003, 0.0173, -0.059
Si, 21.6241, 2.6142, 1.0816, -0.0621, -0.0215, -0.0345
Si, 18.9519, 5.495, 1.1182, -0.0022, 0.0087, -0.0244
Si, 21.709, 8.1428, 1.253, -0.0069, 0.0093, -0.0376
Si, 19.1005, 10.9793, 1.2438, 0.0353, 0.015, -0.0735
Si, 21.8352, 13.5343, 1.3954, 0.0018, -0.0007, -0.0696
Si, 24.5854, 16.3053, 1.3219, -0.0116, 0.0001, -0.0322
Si, 27.1303, 2.7789, 1.5531, -0.019, 0.0071, -0.0466
Si, 24.4423, 5.393, 1.1825, 0.0169, -0.0356, -0.0574
Si, 27.2877, 8.1278, 1.2894, 0.0173, -0.0141, -0.0445
Si, 24.4779, 10.8282, 1.3304, -0.033, 0.0033, -0.041
Si, 27.2584, 13.5969, 1.2508, 0.0063, 0.0013, -0.0309
Si, 29.9252, 16.2903, 1.324, -0.0214, 0.0121, -0.0559
Si, 0.0587, 2.7145, 1.3432, 0.0037, -0.0004, -0.0625
Si, 29.9217, 5.3985, 1.2101, -0.0023, 0.017, -0.0644
Si, 0.0406, 8.1221, 1.4021, -0.0239, -0.007, -0.0412
Si, 30.085, 10.8512, 1.5475, -0.0175, -0.0027, -0.0451
Si, 0.0262, 13.6249, 1.5, -0.008, 0.0136, -0.062
Si, 1.4285, 1.3707, 2.724, 0.0008, -0.0244, 0.0348
Si, 4.205, 4.057, 2.9078, 0.01, -0.0221, 0.031
Si, 1.3401, 6.7606, 2.8234, 0.0051, 0.0332, 0.0381
Si, 4.0489, 9.5789, 2.8249, -0.0192, 0.0231, 0.0395
Si, 1.397, 12.2178, 2.7561, 0.0012, -0.0186, 0.0115
Si, 4.0748, 15.0099, 2.7345, -0.0181, 0.0218, 0.0033
Si, 6.8275, 1.2753, 2.7862, -0.014, 0.0004, 0.0105
Si, 9.385, 4.2099, 2.799, -0.0396, 0.0668, 0.0193
Si, 6.8449, 6.7867, 2.7157, 0.0273, -0.0361, 0.006
Si, 9.5248, 9.4397, 2.7404, 0.0404, 0.0018, 0.008
Si, 6.7788, 12.2233, 2.8602, -0.0052, -0.0043, 0.0408
Si, 9.5671, 14.9382, 2.8107, 0.0182, 0.0007, 0.035
Si, 12.2799, 1.3703, 2.8361, 0.0034, -0.0384, 0.0095
Si, 14.9125, 4.0886, 2.6933, 0.0195, 0.0066, 0.024
Si, 12.1844, 6.854, 2.7518, -0.0292, 0.0106, 0.0389
Si, 14.9655, 9.6285, 2.7465, -0.0134, 0.0051, 0.0273
Si, 12.2001, 12.1881, 2.7628, 0.0093, 0.0008, 0.0348
Si, 14.8713, 14.9833, 2.8181, -0.0067, 0.0302, 0.043
Si, 17.6017, 1.3973, 2.7328, -0.0338, -0.0105, 0.0349
Si, 20.3529, 4.0955, 2.4876, -0.0031, -0.0123, 0.0004
Si, 17.642, 6.8259, 2.6011, 0.0073, -0.015, 0.0001
Si, 20.3818, 9.5374, 2.6408, -0.0038, 0.0093, 0.0418
Si, 17.7017, 12.2287, 2.698, 0.0127, -0.0232, 0.0129
Si, 20.4251, 14.9409, 2.6756, 0.0007, -0.0047, 0.0109
Si, 23.0489, 1.3245, 2.5572, 0.0176, 0.0496, 0.0094
Si, 25.7272, 4.1492, 2.7692, -0.0181, 0.046, 0.0213
Si, 23.1035, 6.7692, 2.5637, 0.0163, 0.0017, 0.0162
Si, 25.8785, 9.47, 2.6362, 0.0147, 0.0017, 0.0005
Si, 23.1563, 12.1715, 2.7616, 0.0176, 0.0055, 0.0365
Si, 25.9458, 14.9624, 2.685, -0.0029, -0.0241, 0.0226
Si, 28.5741, 1.3397, 2.7048, 0.0134, -0.0136, 0.0006
Si, 31.2887, 4.0802, 2.6389, -0.005, 0.0221, 0.0028
Si, 28.6101, 6.7568, 2.6767, -0.006, -0.0195, 0.0436
Si, 31.4284, 9.4941, 2.8494, 0.0106, -0.0228, 0.0305
Si, 28.5631, 12.2245, 2.7042, 0.0104, 0.028, 0.0244
Si, 31.2567, 14.9802, 2.7919, -0.0032, 0.0188, 0.0294
Si, 0.0311, 16.3432, 4.0933, 0.0128, -0.0016, -0.0192
Si, 2.7546, 2.6962, 4.1536, -0.0166, -0.0153, -0.0222
Si, -0.0358, 5.3938, 4.1108, -0.0047, -0.0122, 0.0161
Si, 2.7046, 8.1673, 4.145, 0.0092, 0.0088, -0.0134
Si, 0.0798, 10.8898, 4.1805, -0.0012, 0.0023, 0.0246
Si, 2.7372, 13.6144, 4.0948, 0.0004, -0.0034, -0.0028
Si, 5.4404, 16.2966, 4.1488, 0.0309, -0.004, 0.0142
Si, 8.1198, 2.7342, 4.1285, 0.0122, 0.0018, -0.0163
Si, 5.5294, 5.4676, 4.1764, 0.0082, 0.0158, 0.0169
Si, 8.1771, 8.1192, 4.1245, -0.0089, -0.0058, 0.0013
Si, 5.4165, 10.8876, 4.2046, 0.0036, -0.0187, 0.0037
Si, 8.1664, 13.6038, 4.1586, -0.005, -0.0042, -0.0106
Si, 10.9083, 16.3108, 4.1578, -0.0014, -0.0151, 0.0079
Si, 13.6175, 2.7561, 4.14, 0.0105, -0.0005, 0.0205
Si, 10.8271, 5.5054, 4.1358, 0.0069, 0.001, -0.0131
Si, 13.5881, 8.2169, 4.0707, -0.0041, -0.0091, -0.0098
Si, 10.8603, 10.8285, 4.1127, -0.0058, 0.0024, 0.0063
Si, 13.5361, 13.5837, 4.1339, 0.0177, 0.0061, -0.0088
Si, 16.2821, 16.3431, 4.1172, 0.002, 0.0084, -0.0014
Si, 19.0301, 2.7789, 3.9815, 0.0145, -0.007, -0.0059
Si, 16.3157, 5.455, 4.0073, 0.0115, 0.0198, -0.0014
Si, 19.0174, 8.1594, 3.992, -0.0022, 0.0217, -0.0037
Si, 16.3516, 10.912, 4.1084, -0.0071, 0.0112, 0.018
Si, 19.0394, 13.6126, 4.043, 0.0031, 0.0044, 0.0168
Si, 21.7723, 16.3121, 4.0177, 0.0193, -0.0065, 0.0157
Si, 24.3733, 2.6986, 4.0069, 0.0089, -0.0209, -0.0026
Si, 21.7279, 5.4125, 3.9259, -0.014, -0.0176, 0.0003
Si, 24.4713, 8.1238, 3.9703, -0.0171, 0.0038, 0.0042
Si, 21.7471, 10.839, 4.0671, -0.0158, 0.0036, -0.0008
Si, 24.54, 13.5933, 4.0335, -0.0092, -0.0084, -0.005
Si, 27.2343, 16.3154, 4.0884, -0.003, -0.0052, 0.0176
Si, 29.9425, 2.7227, 4.0315, 0.005, -0.0006, 0.0072
Si, 27.1909, 5.4662, 4.0652, -0.0102, 0.001, -0.0157
Si, 29.9616, 8.1137, 4.0791, -0.0026, -0.0157, -0.0202
Si, 27.2016, 10.8473, 4.0374, 0, 0.0067, 0.0056
Si, 29.8952, 13.5921, 4.1035, 0.0034, -0.0059, -0.0017
Si, 1.3506, 14.9208, 21.8483, -0.0134, -0.0061, -0.0097
Si, 4.0933, 17.6772, 21.8495, -0.0061, 0.0082, 0.0023
Si, 1.3812, 4.033, 21.7507, -0.0031, 0.0098, -0.0188
Si, 4.1181, 6.8136, 21.8108, 0.0088, 0.0066, 0.0023
Si, 1.3768, 9.524, 21.7986, 0.0015, 0.0135, 0.004
Si, 4.086, 12.2356, 21.8518, 0.0131, 0.0065, -0.0066
Si, 6.7871, 14.9368, 21.8549, -0.0003, -0.0115, -0.0016
Si, 9.527, 17.6836, 21.7905, 0.0006, -0.009, -0.0049
Si, 6.7856, 4.1059, 21.8169, -0.0123, -0.0037, -0.0066
Si, 9.5209, 6.8232, 21.7939, 0.0158, -0.0075, 0.0027
Si, 6.7877, 9.5111, 21.843, -0.0084, 0.0084, 0.0032
Si, 9.5268, 12.2426, 21.8295, 0.0147, -0.0052, 0.0035
Si, 12.2468, 14.9464, 21.7605, -0.0011, -0.0076, -0.0078
Si, 14.9833, 17.7222, 21.7513, 0.0014, 0.0049, 0.0028
Si, 12.2742, 4.0989, 21.7627, 0.0087, -0.0103, -0.0045
Si, 14.964, 6.817, 21.7079, -0.0062, 0.002, -0.0002
Si, 12.2548, 9.5251, 21.7508, -0.0079, -0.0165, -0.0096
Si, 15.0052, 12.268, 21.7616, -0.0027, 0.0059, -0.0002
Si, 17.7038, 15.0102, 21.696, 0.0069, -0.0113, -0.0021
Si, 20.3966, 17.6723, 21.7076, -0.0011, 0.0047, -0.0078
Si, 17.6867, 4.0772, 21.6885, 0.005, -0.0012, -0.0149
Si, 20.4236, 6.8419, 21.6842, 0.0053, -0.0008, -0.0103
Si, 17.6789, 9.5731, 21.7019, 0.0035, -0.0031, -0.0136
Si, 20.4009, 12.2939, 21.6669, 0.0126, 0.0023, -0.0037
Si, 23.1126, 14.9576, 21.7717, -0.0027, 0.01, -0.0098
Si, 25.8263, 17.6756, 21.7297, -0.0084, -0.0015, -0.008
Si, 23.1464, 4.0737, 21.6888, 0.0118, 0.0065, -0.0048
Si, 25.8161, 6.731, 21.6794, -0.0038, -0.0037, -0.0083
Si, 23.0772, 9.4875, 21.6345, -0.0066, -0.0042, -0.008
Si, 25.8173, 12.242, 21.7359, 0.0022, 0.0068, -0.0093
Si, 28.5551, 14.9693, 21.7667, 0.0076, 0.0108, 0.012
Si, -1.3917, 17.6351, 21.7934, -0.0204, -0.0067, -0.0022
Si, 28.5239, 4.0334, 21.7422, -0.0034, -0.0074, -0.0055
Si, -1.3973, 6.7936, 21.6936, 0.0078, -0.0025, -0.0206
Si, 28.5184, 9.528, 21.7511, 0.0162, -0.0154, -0.0064
Si, -1.3493, 12.2468, 21.7836, 0.0131, 0.0364, -0.0012
Si, 2.7216, 16.2945, 23.1938, 0.0044, -0.0224, -0.0175
Si, 5.444, 2.7548, 23.2143, 0.0056, 0.0109, 0.0181
Si, 2.7601, 5.3923, 23.0832, 0.0005, -0.0227, -0.0103
Si, 5.4308, 8.1736, 23.2596, -0.0224, -0.0024, -0.0079
Si, 2.7511, 10.852, 23.2153, -0.0135, -0.0108, -0.0184
Si, 5.4376, 13.5696, 23.2602, 0.0104, -0.0041, 0.0102
Si, 8.1751, 16.3166, 23.1643, 0.0133, 0.0021, -0.0084
Si, 10.8896, 2.7607, 23.1098, 0.0058, -0.0082, 0.0098
Si, 8.1131, 5.514, 23.1639, 0.0073, 0.0165, -0.0162
Si, 10.9299, 8.1549, 23.1351, -0.0212, 0.0056, 0.0132
Si, 8.1731, 10.8561, 23.186, 0.0113, 0.0132, 0.0034
Si, 10.9034, 13.6139, 23.1806, -0.0086, 0.0108, -0.017
Si, 13.6214, 16.3274, 23.0601, -0.012, -0.0181, 0.0031
Si, 16.365, 2.7555, 23.1236, -0.0003, -0.0013, 0.0021
Si, 13.692, 5.4213, 23.1132, 0.0136, -0.0003, -0.0069
Si, 16.2855, 8.2321, 23.0304, -0.0125, -0.0002, 0.0133
Si, 13.6254, 10.8896, 23.0855, 0.0095, -0.0025, -0.003
Si, 16.4359, 13.6224, 23.0821, 0.001, 0.004, -0.0108
Si, 18.989, 16.3947, 23.0986, -0.0069, 0.0282, -0.0028
Si, 21.7855, 2.7121, 23.0107, -0.0125, -0.0128, -0.0131
Si, 19.0531, 5.4641, 22.9755, -0.0052, -0.005, 0.0158
Si, 21.7703, 8.1826, 23.0798, -0.0043, 0.0062, 0.0462
Si, 19.0487, 10.9635, 23.0202, -0.0325, 0.0281, -0.0129
Si, 21.7081, 13.608, 23.1087, 0.0042, -0.0085, 0.0232
Si, 24.5005, 16.3237, 23.1116, 0.0255, 0.0035, 0.0077
Si, 27.141, 2.7011, 23.1363, 0.0295, 0.0215, -0.0206
Si, 24.5347, 5.3462, 23.0983, 0.0278, -0.0428, -0.0019
Si, 27.1055, 8.1286, 23.0231, -0.0094, -0.0074, -0.0002
Si, 24.4033, 10.8319, 22.9823, 0.0132, -0.0047, -0.0071
Si, 27.1867, 13.6016, 23.0977, -0.0014, -0.0033, -0.0246
Si, 29.842, 16.3397, 23.1986, -0.0135, 0.0094, 0.0313
Si, 0.0432, 2.6418, 23.0982, 0.0232, 0.0065, -0.0135
Si, 29.9074, 5.4088, 23.0337, -0.0036, 0.0032, 0.0122
Si, -0.0648, 8.1579, 23.0502, 0.0093, -0.0116, -0.003
Si, 29.874, 10.922, 23.1005, -0.0095, 0.0121, -0.008
Si, 0.026, 13.5205, 23.2315, 0.0088, -0.0322, 0.0103
Si, 1.3999, 17.6739, 24.5621, -0.0141, 0.0307, -0.0015
Si, 4.0804, 4.1367, 24.5937, -0.0218, 0.0256, -0.0449
Si, 1.3091, 6.7364, 24.2963, 0.0005, -0.0201, -0.0276
Si, 4.0501, 9.504, 24.6653, 0.0204, 0.0135, 0.0019
Si, 1.4068, 12.1168, 24.6535, -0.0281, 0.0504, -0.0214
Si, 4.0343, 14.9397, 24.607, -0.008, -0.0333, 0.0018
Si, 6.8573, 17.7087, 24.5266, -0.0036, 0.0148, -0.017
Si, 9.5201, 4.1683, 24.4353, 0.0096, -0.0201, -0.0191
Si, 6.8012, 6.8447, 24.6481, 0.0176, -0.0267, 0.0228
Si, 9.551, 9.4772, 24.5179, -0.0029, -0.0114, -0.0376
Si, 6.8176, 12.1674, 24.6053, -0.018, -0.0364, -0.0175
Si, 9.5268, 14.9712, 24.5476, -0.0052, 0.0022, -0.0369
Si, 12.2547, 17.6761, 24.4128, 0.0052, 0.003, -0.0197
Si, 15.0778, 4.1128, 24.5373, -0.0224, 0.0382, -0.0053
Si, 12.367, 6.8031, 24.4371, -0.0023, 0.0016, -0.0222
Si, 14.9997, 9.598, 24.478, 0.0071, 0.0123, -0.0122
Si, 12.29, 12.211, 24.4791, -0.0098, -0.0097, 0.0046
Si, 15.0789, 15.0171, 24.3602, 0.0068, 0.0388, -0.0129
Si, 17.7039, 17.7803, 24.5599, 0.0336, -0.0348, -0.0149
Si, 20.4053, 4.0822, 24.2976, -0.012, 0.0084, -0.0276
Si, 17.6694, 6.8396, 24.2693, 0.0195, -0.0162, -0.0382
Si, 20.3858, 9.6352, 24.368, 0.0205, -0.0083, -0.0301
Si, 17.8071, 12.3043, 24.507, 0.0306, 0.0098, -0.0155
Si, 20.3144, 15.022, 24.4244, -0.0227, -0.0133, -0.0187
Si, 23.1435, 17.7286, 24.4189, 0.0195, 0.026, -0.0256
Si, 25.8285, 3.9895, 24.6127, -0.0307, 0.0267, 0.0036
Si, 23.1654, 6.7355, 24.3482, 0.0117, -0.0097, -0.0371
Si, 25.6525, 9.4249, 24.3619, -0.0138, -0.0135, -0.0236
Si, 23.0587, 12.132, 24.375, -0.0013, -0.0185, -0.0301
Si, 25.8708, 14.9635, 24.4821, -0.0135, 0.0372, -0.0241
Si, 28.4037, 17.7049, 24.5944, -0.0067, -0.0369, 0.0015
Si, -1.3572, 4.0101, 24.3434, -0.0028, -0.0009, -0.0213
Si, 28.4749, 6.7528, 24.3186, 0.002, -0.0166, -0.0519
Si, -1.4047, 9.5463, 24.4055, 0.0044, 0.0135, -0.0146
Si, 28.4769, 12.2299, 24.4937, 0.0211, 0.0004, -0.0126
Si, -1.3906, 14.9395, 24.466, -0.0063, -0.0003, -0.035
Si, 0.0015, 16.2825, 25.8326, -0.0191, -0.019, 0.0771
Si, 2.7184, 2.7548, 25.9698, 0.0079, 0.0075, 0.0622
Si, 0.005, 5.362, 25.6566, 0.0317, -0.0053, 0.0417
Si, 2.5131, 8.0568, 25.7614, -0.0377, 0.0078, 0.0705
Si, -0.0401, 10.6986, 25.9471, 0.0332, -0.0042, 0.0304
Si, 2.7679, 13.504, 26.066, 0.011, -0.006, 0.0289
Si, 5.429, 16.385, 25.8593, 0.0041, 0.0344, 0.0272
Si, 8.203, 2.8398, 25.845, -0.0399, 0.0041, 0.075
Si, 5.3969, 5.5419, 26.0391, -0.0149, -0.0296, 0.0437
Si, 8.247, 8.1454, 26.0096, 0.0347, 0.0227, 0.0703
Si, 5.5197, 10.7667, 26.0884, 0.0248, 0.0051, 0.0612
Si, 8.2042, 13.5771, 25.921, 0.0199, 0.0066, 0.0602
Si, 10.869, 16.3962, 25.8538, -0.0401, -0.0036, 0.0484
Si, 13.6755, 2.667, 25.76, 0.0048, -0.0179, 0.068
Si, 10.9537, 5.4816, 25.7467, -0.0011, 0.0053, 0.0439
Si, 13.7136, 8.155, 25.8269, 0.0052, 0.0012, 0.0228
Si, 10.9435, 10.8218, 25.8477, 0.0059, -0.0092, 0.0443
Si, 13.7919, 13.5752, 25.653, 0.0203, -0.0224, 0.0319
Si, 16.3192, 16.3806, 25.8652, -0.0152, -0.0101, 0.06
Si, 19.1072, 2.9034, 25.8377, -0.0232, 0.0015, 0.0829
Si, 16.492, 5.5593, 25.8207, -0.0232, -0.0251, 0.0624
Si, 18.982, 8.2338, 25.5676, -0.0323, 0.018, 0.0416
Si, 16.4299, 10.9414, 25.829, -0.0088, -0.0059, 0.0548
Si, 19.0927, 13.7199, 25.9579, -0.0254, -0.0075, 0.0436
Si, 21.692, 16.4127, 25.6719, -0.0161, 0.0227, 0.0264
Si, 24.4116, 2.6313, 26.0182, 0.0319, -0.0127, 0.0651
Si, 21.7923, 5.3788, 25.6242, 0.0026, -0.0077, 0.0436
Si, 24.3757, 8.0552, 25.8307, 0.0417, 0.0369, 0.0576
Si, 21.6938, 10.9052, 25.8653, 0.0127, 0.0213, 0.0461
Si, 24.4302, 13.5166, 25.6272, -0.0074, -0.0192, 0.0187
Si, 27.047, 16.3144, 26.0677, 0.0087, 0.0276, 0.0266
Si, 29.8892, 2.81, 25.7704, -0.0156, -0.0075, 0.0328
Si, 27.2355, 5.4519, 25.8389, 0.004, -0.0124, 0.0633
Si, 29.7751, 8.1862, 25.5978, -0.0276, 0.0141, 0.0276
Si, 26.9962, 10.7762, 25.6677, 0.0101, 0, 0.052
Si, 29.8296, 13.6404, 25.8378, -0.0299, -0.0009, 0.0485
Si, 1.0257, 14.6326, 27.1833, 0.2897, 0.2335, -0.7115
Si, 4.426, 18.0273, 27.2331, -0.1943, -0.1389, -0.6567
Si, 1.4784, 4.3459, 27.2101, -0.1552, -0.2274, -0.7399
Si, 3.6312, 6.6408, 27.2217, 0.3113, 0.114, -0.68
Si, 0.8119, 8.8331, 27.2325, 0.0721, 0.2896, -0.721
Si, 4.5056, 12.4423, 27.3874, -0.3604, -0.2176, -0.6653
Si, 6.5966, 14.8261, 27.1165, 0.2212, 0.085, -0.6871
Si, 9.8275, 18.1101, 27.1673, -0.0581, -0.2209, -0.7205
Si, 6.6623, 3.9719, 27.2555, 0.1442, 0.2146, -0.6684
Si, 9.9133, 6.978, 27.2118, -0.2044, -0.0951, -0.7012
Si, 7.1905, 9.6851, 27.4796, -0.285, -0.2519, -0.702
Si, 9.3859, 11.9435, 27.1829, 0.0977, 0.2147, -0.7101
Si, 12.5563, 15.1138, 26.8164, -0.2007, -0.02, -0.7169
Si, 14.6523, 17.395, 27.2057, 0.2956, 0.2596, -0.7395
Si, 12.1245, 3.8823, 26.9419, 0.0059, 0.0537, -0.7156
Si, 15.3885, 7.1334, 27.148, -0.1675, -0.0987, -0.727
Si, 12.1071, 9.2227, 27.1356, 0.0517, 0.1561, -0.7313
Si, 15.3126, 12.5261, 27.1486, -0.1257, -0.0996, -0.697
Si, 17.4393, 14.8682, 27.2497, 0.2171, 0.1071, -0.7048
Si, 20.6832, 18.0188, 27.0614, -0.125, -0.0555, -0.7676
Si, 18.2244, 4.6875, 27.168, -0.0595, -0.1494, -0.7439
Si, 20.3952, 6.8453, 26.7204, -0.0273, -0.076, -0.4796
Si, 17.6005, 9.3438, 27.0977, 0.0354, 0.131, -0.6632
Si, 20.7795, 12.6523, 27.2411, -0.1332, -0.1301, -0.6607
Si, 22.9844, 14.8708, 26.8028, -0.0426, -0.0056, -0.4433
Si, 25.168, 17.117, 27.4293, 0.2611, 0.176, -0.6517
Si, 22.8236, 3.9389, 27.1729, 0.2204, 0.0839, -0.7544
Si, 26.0577, 6.9865, 27.1535, -0.2103, -0.1296, -0.7181
Si, 22.5875, 9.0571, 27.0294, 0.1093, 0.0774, -0.7091
Si, 25.8083, 12.2592, 27.0245, -0.1737, -0.163, -0.6437
Si, 28.8399, 15.3138, 27.2352, -0.3155, -0.292, -0.7075
Si, -1.5834, 17.537, 27.0035, 0.1768, 0.1379, -0.783
Si, 29.0009, 4.5493, 27.1254, -0.1663, -0.1251, -0.7027
Si, -1.4635, 6.7731, 26.7403, 0.0235, 0.0211, -0.4466
Si, 28.1783, 9.2485, 26.9437, 0.0928, 0.025, -0.6878
Si, -1.2219, 12.3976, 27.0116, -0.259, -0.1789, -0.7794
Si, 4.0253, 17.7083, 30.2461, -0.0315, -0.0179, -0.0224
Si, -0.4469, 17.3285, 31.4566, -0.064, 0.0136, -0.0471
Si, 8.247, 5.587, 29.5135, -0.0321, 0.0122, -0.1329
Si, -1.5231, 16.9319, 35.9289, -0.038, -0.0125, 0.0718
Si, 10.8114, 13.8771, 28.9162, -0.0538, 0.0257, -0.0194
Si, 13.0686, 4.1346, 33.0224, -0.033, -0.0968, -0.0928
Si, 4.8941, 12.2671, 30.3842, 0.0412, -0.0047, -0.1274
Si, 14.313, 12.644, 35.6177, 0.0541, 0.0564, 0.0942
Si, 11.5266, 3.836, 35.5711, 0.0128, -0.0594, 0.1565
Si, 14.1837, 9.8469, 34.7706, 0.0269, -0.0512, -0.0349
Si, 0.911, 14.924, 30.2336, 0.053, -0.0758, -0.0826
Si, 6.164, 8.5589, 33.2531, 0.0455, 0.16, -0.0559
Si, 17.9756, 3.4633, 29.9748, 0.0305, -0.0497, -0.0051
Si, 23.6614, 8.8218, 29.7475, 0.0144, -0.0762, -0.0071
Si, 12.8819, 7.9323, 36.5476, 0.0677, -0.077, 0.133
Si, 29.3634, 4.1048, 29.9721, 0.0245, -0.062, 0.0393
Si, 9.9601, 8.6498, 31.8979, -0.076, 0.0371, -0.1018
Si, 13.6801, 10.87, 29.3379, 0.0619, 0.0197, -0.1399
Si, 10.1463, 6.3261, 36.2259, -0.0143, -0.0168, 0.042
Si, 29.3368, 6.5403, 31.8055, 0.009, -0.064, -0.1235
Si, 13.7857, 5.4091, 29.204, 0.0757, 0.0551, -0.0585
Si, 21.4383, 10.299, 36.5061, -0.0312, 0.0835, 0.2091
Si, 7.7037, 2.5227, 36.8639, 0.0739, 0.0225, -0.014
Si, 26.0104, 9.811, 31.182, 0.1052, -0.0011, -0.0667
Si, 24.665, 17.2729, 30.4382, 0.1219, 0.0123, -0.0834
Si, 1.9542, 6.3906, 31.871, 0.0817, 0.0112, -0.0882
Si, 27.6095, 13.5198, 28.996, 0.0675, 0.0593, 0.0197
Si, 2.6807, 8.1687, 29.5481, -0.0057, 0.028, -0.104
Si, 24.5708, 13.6113, 36.6476, 0.0485, 0.0212, 0.1057
Si, -2.0022, 3.4174, 34.5662, -0.0861, -0.0517, 0.0589
Si, 29.7806, 7.8891, 36.7353, 0.0865, 0.0241, 0.0661
Si, 24.1464, 5.8873, 29.3292, 0.0527, -0.0119, -0.1961
Si, 14.6415, 9.1587, 31.8113, -0.1869, -0.0231, -0.0704
Si, 2.8356, 10.4707, 31.5722, -0.0733, -0.0638, -0.0968
Si, 11.8001, 17.8525, 31.5581, 0.0742, -0.0348, 0.0263
Si, 9.0199, 17.7324, 30.1857, 0.0898, -0.0426, -0.0395
Si, 3.0941, 4.6977, 36.4438, -0.0643, 0.0516, 0.1115
Si, 29.1242, 14.7272, 35.9078, 0.0376, 0.0368, 0.1714
Si, 8.4356, 4.4001, 32.2485, -0.0999, -0.0263, -0.0263
Si, 10.2641, 11.5683, 32.471, -0.1396, -0.0064, -0.0133
Si, 24.9014, 11.7524, 34.4557, 0.0275, 0.0489, 0.0921
Si, 7.7163, 13.101, 36.4964, -0.0334, -0.0679, 0.1979
Si, 7.7497, 12.6511, 31.2111, 0.0097, -0.0576, 0.1493
Si, 6.2167, 10.4098, 35.6384, 0.123, -0.071, 0.1372
Si, 3.0508, 4.2836, 33.4589, 0.0721, -0.0032, 0.129
Si, 12.4992, 6.8233, 31.5137, 0.0709, 0.0379, 0.0231
Si, 15.3391, 3.5979, 31.327, -0.0483, 0.0885, -0.0772
Si, 9.3061, 2.3111, 34.3509, -0.0246, 0.1179, 0.1156
Si, 12.3941, 13.0143, 31.0942, 0.1126, 0.0625, -0.0221
Si, 8.3429, 15.1618, 29.4409, -0.0375, 0.0237, 0.0029
Si, 7.4011, 8.4047, 30.3564, 0.0116, 0.0281, -0.0608
Si, 12.6121, 15.1289, 35.7607, -0.0283, -0.0487, 0.15
Si, 10.4471, 15.9823, 33.6783, 0.079, 0.0624, -0.0286
Si, 20.169, 4.2459, 31.8544, -0.1009, 0.058, 0.0321
Si, 17.7852, 12.8652, 31.2256, -0.0467, 0.0629, 0.0153
Si, 22.9214, 2.6801, 32.0838, 0.0233, -0.0347, 0.0627
Si, 20.179, 14.9736, 31.2179, 0.0755, -0.0612, 0.0101
Si, 16.6698, 13.6022, 33.8205, -0.092, 0.0025, -0.0114
Si, 18.4905, 3.7209, 34.3842, -0.0861, 0.0554, -0.0884
Si, 15.2534, 14.4191, 31.365, -0.0019, -0.0099, 0.0108
Si, 21.3236, 9.7241, 31.4812, -0.0829, 0.022, -0.1134
Si, 26.9622, 6.3386, 33.8634, -0.0426, 0.07, 0.0674
Si, 26.3183, 14.3763, 34.4654, -0.0523, -0.0666, 0.061
Si, 25.1675, 12.4792, 29.9435, 0.1089, -0.0088, -0.1407
Si, 23.1142, 14.5383, 30.8165, -0.0557, 0.066, 0.0328
Si, 25.4434, 8.886, 34.1286, 0.0875, 0.0108, 0.0455
Si, 28.559, 5.1255, 36.1229, 0.1262, -0.0357, 0.0399
Si, 22.5695, 17.2281, 34.6233, 0.0143, 0.038, -0.0898
Si, 24.8099, 4.7231, 36.5444, -0.0687, 0.0247, 0.2821
Si, -0.7504, 8.2896, 34.6915, -0.0117, -0.0518, -0.0501
Si, 3.0539, 8.5893, 33.6949, 0.0576, 0.0325, 0.0667
Si, 21.9567, 14.5844, 33.4944, -0.05, 0.041, -0.0703
Si, 2.0835, 18.0966, 32.3906, 0.0912, 0.0076, -0.0489
Si, 3.8328, 14.9584, 31.4042, -0.0243, -0.0288, -0.0458
Si, 0.6558, 14.8657, 35.7637, -0.015, -0.059, 0.1205
Si, 29.3399, 18.26, 32.2275, 0.0316, 0.0933, -0.0682
Si, -1.4901, 10.6987, 33.3407, 0.0639, 0.1083, -0.0357
Si, -1.3804, 12.6091, 35.7829, 0.051, 0.0224, 0.0751
Si, 2.6757, 13.7912, 33.8841, -0.0648, -0.0567, -0.0955
Si, 4.6868, 18.1557, 33.6279, -0.0119, 0.0481, -0.0652
Si, 1.7436, 9.2306, 36.2234, 0.0781, -0.0097, 0.0254
Si, 6.4143, 2.6011, 31.532, -0.0799, -0.0725, -0.0171
Si, 4.7513, 18.4246, 36.5279, -0.1437, 0.1481, 0.0072
Si, -0.6126, 5.6363, 33.2286, 0.0082, 0.1172, 0.0523
Si, 8.7345, 13.5219, 33.7452, -0.0298, -0.0343, 0.067
Si, 17.6073, 15.7461, 35.6597, 0.0382, 0.0067, 0.1681
Si, 0.6482, 12.3641, 31.8001, 0.0625, 0.0884, 0.0573
Si, 3.5367, 11.5562, 35.9362, -0.0366, 0.0674, 0.1442
Si, 16.1016, 3.3807, 35.6774, 0.0865, -0.0234, 0.1342
Si, 8.401, 6.9963, 33.9562, 0.0227, -0.0485, 0.0615
Si, 20.5261, 7.4952, 35.7859, 0.0697, -0.0091, -0.0051
Si, 17.1255, 8.0205, 32.8983, -0.0352, 0.0383, 0.1649
Si, 29.2006, 9.5864, 31.4708, -0.1405, -0.011, 0.115
Si, 19.918, 7.247, 32.7664, -0.0143, -0.0034, 0.0431
Si, 14.5074, 17.2781, 30.242, -0.0869, -0.0033, -0.1963
Si, 19.8123, 17.9475, 35.9718, -0.106, -0.1513, 0.0541
Si, 14.9362, 17.0908, 36.101, 0.043, -0.0686, 0.1356
Si, 16.6759, 6.0123, 34.8913, -0.05, -0.0208, -0.0098
Si, 19.2637, 10.8824, 29.4013, 0.0314, 0.1178, -0.1678
Si, 26.5795, 16.9857, 32.9649, -0.0444, 0.037, -0.0051
Si, 16.9179, 8.807, 35.6958, 0.0422, 0.0417, -0.0526
Si, 25.3756, 18.2562, 35.6178, 0.0348, -0.0387, 0.0532
Si, 18.8138, 16.8605, 29.3158, -0.1337, -0.0233, -0.2292
Si, 24.3562, 5.2311, 32.4194, -0.1141, 0.0531, -0.0577
Si, 23.3568, 6.8043, 34.634, -0.0274, -0.0428, -0.0092
Si, 22.1208, 11.6084, 33.7233, 0.0517, 0.0333, -0.027
Si, -0.4955, 3.1092, 29.295, 0.0062, 0.0074, -0.1986
Si, 29.5688, 11.1608, 29.0952, -0.0874, 0.0846, -0.2109
Si, 1.3593, 14.9559, 5.4572, 0.0015, -0.0035, 0.0051
Si, 4.0904, 1.3365, 5.5126, 0.0021, 0.0059, 0.0031
Si, 1.36, 4.0613, 5.4673, 0.0061, 0.0138, 0.0061
Si, 4.0984, 6.8129, 5.4792, 0.0043, -0.0028, 0.0092
Si, 1.391, 9.517, 5.5389, 0.0056, 0.0098, 0.0151
Si, 4.074, 12.2771, 5.5145, -0.0072, 0.009, 0.0081
Si, 6.8013, 14.9535, 5.5093, -0.004, -0.0047, 0.0152
Si, 9.5231, 1.3829, 5.4634, -0.0126, -0.0169, 0.0073
Si, 6.8155, 4.074, 5.5413, 0.0034, 0.0055, 0.0059
Si, 9.5187, 6.8255, 5.5409, -0.0024, -0.0025, 0.0003
Si, 6.8022, 9.4918, 5.4827, 0.0083, -0.0092, 0.0087
Si, 9.517, 12.2117, 5.4798, 0.0126, 0.0032, 0.0009
Si, 12.2281, 14.9466, 5.5217, 0.008, -0.0061, 0.0081
Si, 14.9622, 1.3889, 5.4909, 0.0003, -0.0159, 0.0074
Si, 12.2088, 4.1076, 5.4521, -0.0118, -0.0051, 0.0036
Si, 14.952, 6.8105, 5.3903, -0.0101, -0.0043, -0.0011
Si, 12.2452, 9.5279, 5.4842, 0.0035, -0.0097, 0.0009
Si, 14.968, 12.2626, 5.4554, 0.004, 0.0055, 0.0056
Si, 17.6796, 14.9691, 5.4192, -0.0109, 0.0061, 0.0112
Si, 20.3893, 1.3829, 5.3449, -0.0147, 0.0026, 0
Si, 17.6859, 4.1147, 5.3844, -0.0035, -0.014, 0.003
Si, 20.3976, 6.7904, 5.3315, 0.0036, -0.0025, -0.0057
Si, 17.6852, 9.4986, 5.4156, 0.0109, -0.011, 0.0109
Si, 20.394, 12.2342, 5.4011, 0.0013, -0.0054, -0.0007
Si, 23.1455, 14.9555, 5.3772, 0.0101, -0.0074, 0.0047
Si, 25.8023, 1.3642, 5.3693, -0.0124, 0.0109, -0.0065
Si, 23.0555, 4.077, 5.3668, 0.0075, 0.0072, 0.0117
Si, 25.8267, 6.819, 5.4024, 0.0046, 0.002, 0.0037
Si, 23.1296, 9.4774, 5.3822, 0.0134, -0.0015, 0.0037
Si, 25.8611, 12.219, 5.4114, -0.0044, 0.0103, -0.0003
Si, 28.5648, 14.9579, 5.4676, 0.006, -0.0034, 0.0087
Si, 31.2998, 1.3864, 5.433, 0.0015, -0.0004, -0.0017
Si, 28.5525, 4.0686, 5.3959, 0.0029, 0.0018, -0.0113
Si, 31.2749, 6.7642, 5.4762, 0.006, 0.0203, 0.0056
Si, 28.5747, 9.4969, 5.4023, 0.0003, -0.0025, 0.006
Si, 31.281, 12.2415, 5.4578, -0.0052, 0.0086, 0.0124
Si, 2.7178, 16.2965, 6.8449, 0.0075, -0.0025, -0.0031
Si, 5.4313, 2.7181, 6.8677, -0.0039, 0.0027, 0.0035
Si, 2.7237, 5.437, 6.8169, -0.0054, 0.0012, -0.0039
Si, 5.4454, 8.1555, 6.8599, -0.0026, 0.0008, -0.0087
Si, 2.7348, 10.8964, 6.8747, 0.0021, -0.0084, -0.0031
Si, 5.4447, 13.6075, 6.8747, -0.0017, -0.0035, 0.0054
Si, 8.1628, 16.3406, 6.8347, -0.0059, 0.0017, -0.01
Si, 10.8806, 2.7324, 6.83, -0.0013, 0.011, -0.004
Si, 8.176, 5.4375, 6.8815, 0.0073, -0.0093, 0.0047
Si, 10.8911, 8.1842, 6.8642, -0.0014, 0.0023, 0.0045
Si, 8.1558, 10.863, 6.8421, 0.0032, -0.006, -0.0042
Si, 10.8629, 13.5814, 6.8518, -0.0007, 0.0047, -0.0049
Si, 13.6029, 16.3302, 6.8372, 0.0043, 0.0018, 0.001
Si, 16.3476, 2.7559, 6.7912, 0.0015, -0.0007, 0.0028
Si, 13.5977, 5.4637, 6.786, -0.0046, 0.0132, -0.011
Si, 16.3114, 8.155, 6.7749, 0.0086, 0.0019, -0.0068
Si, 13.6115, 10.8958, 6.8203, -0.0031, 0.0061, -0.0112
Si, 16.3282, 13.6197, 6.8032, -0.0095, 0.0109, 0.0021
Si, 19.0498, 16.3441, 6.7459, -0.0006, 0.001, 0.0002
Si, 21.7288, 2.7214, 6.7509, 0.0017, 0.0082, -0.0023
Si, 19.0457, 5.4619, 6.7452, 0.0036, 0.0011, -0.0053
Si, 21.7589, 8.1274, 6.734, 0.006, -0.0039, -0.002
Si, 19.0412, 10.8731, 6.7693, -0.0085, 0.0034, -0.0032
Si, 21.7698, 13.6004, 6.7425, 0.0013, 0.0006, 0.0002
Si, 24.4799, 16.3168, 6.7585, 0.0029, -0.0061, -0.0061
Si, 27.1796, 2.7108, 6.7455, -0.0045, -0.0008, -0.0016
Si, 24.4572, 5.4269, 6.7271, -0.0069, -0.0034, -0.0047
Si, 27.193, 8.1648, 6.7732, -0.0159, 0.0016, -0.007
Si, 24.4776, 10.8608, 6.7502, -0.0021, -0.0036, -0.0026
Si, 27.2005, 13.5814, 6.7956, 0.0087, -0.001, 0.0014
Si, 29.9371, 16.3331, 6.7932, 0.0023, -0.0133, 0.0004
Si, 0.0024, 2.7163, 6.8324, 0.0007, -0.0036, -0.01
Si, 29.8975, 5.4114, 6.8046, 0.0007, -0.0019, -0.0053
Si, -0.0051, 8.1397, 6.8346, 0.0029, -0.007, 0.0029
Si, 29.9203, 10.8584, 6.79, 0.0036, 0.0027, -0.0048
Si, -0.0033, 13.603, 6.8209, -0.0035, -0.0028, 0.0002
Si, 1.3586, 1.3506, 8.19, -0.0051, 0.0003, 0.0019
Si, 4.0665, 4.0833, 8.2034, -0.0052, -0.0108, -0.0019
Si, 1.3649, 6.7896, 8.1871, 0.0079, 0.0097, -0.0045
Si, 4.094, 9.525, 8.216, 0.0123, 0.0192, 0.0024
Si, 1.3481, 12.2472, 8.2015, 0.0025, -0.0007, -0.0056
Si, 4.0769, 14.9595, 8.2212, -0.0021, -0.0011, -0.0015
Si, 6.8029, 1.3625, 8.2109, 0.0069, 0.0017, -0.0006
Si, 9.536, 4.0772, 8.2181, -0.0038, 0.0017, 0.0067
Si, 6.7981, 6.7943, 8.2198, -0.0045, -0.0057, -0.0039
Si, 9.5196, 9.5291, 8.2154, 0.0092, 0.0038, -0.0034
Si, 6.8027, 12.2286, 8.2072, -0.0066, 0.0006, -0.001
Si, 9.5098, 14.9634, 8.1931, -0.009, -0.0077, 0.0006
Si, 12.2368, 1.3683, 8.1857, -0.0042, -0.0109, -0.0027
Si, 14.9634, 4.1005, 8.145, -0.0022, -0.0065, -0.0086
Si, 12.2537, 6.8045, 8.1861, -0.0033, -0.0031, 0.0002
Si, 14.968, 9.5184, 8.1573, -0.0114, -0.0108, -0.0072
Si, 12.2455, 12.2395, 8.1936, 0.0077, 0.003, -0.0022
Si, 14.9711, 14.9699, 8.1765, 0.0119, 0.0083, 0.0011
Si, 17.6955, 1.3721, 8.134, 0.0058, 0.0107, 0.0021
Si, 20.3865, 4.088, 8.1179, -0.0055, -0.0066, 0.0004
Si, 17.6835, 6.8044, 8.1272, -0.0028, -0.0044, -0.0046
Si, 20.4119, 9.5063, 8.109, -0.0049, -0.0016, -0.0086
Si, 17.6857, 12.2365, 8.1396, -0.0044, -0.0052, -0.0099
Si, 20.4087, 14.9696, 8.1036, 0.0031, 0.0067, -0.009
Si, 23.1093, 1.3631, 8.1065, 0.0063, 0.0057, -0.0055
Si, 25.8253, 4.0783, 8.1053, -0.0005, 0.0041, -0.0029
Si, 23.1156, 6.7835, 8.1119, -0.0046, 0.0006, -0.0065
Si, 25.838, 9.522, 8.1332, 0.0154, 0.0102, 0.003
Si, 23.1202, 12.2322, 8.1092, 0.0048, -0.0035, -0.0045
Si, 25.8342, 14.9555, 8.1318, -0.0049, -0.0032, -0.0017
Si, 28.5479, 1.3638, 8.1299, 0.0015, 0.0041, -0.0091
Si, 31.2715, 4.0746, 8.1753, -0.0006, -0.0004, 0.0011
Si, 28.5425, 6.7934, 8.1429, -0.0035, -0.0037, 0.0012
Si, 31.2713, 9.5092, 8.1727, -0.0081, -0.0036, -0.002
Si, 28.5656, 12.226, 8.1515, -0.0022, 0.0028, 0.0016
Si, 31.2816, 14.9704, 8.1706, 0.0112, 0.0075, 0
Si, -0.0021, 16.3157, 9.5462, 0.0025, -0.0077, 0.0008
Si, 2.7125, 2.7147, 9.5539, -0.0004, 0.0069, 0.0019
Si, -0.0028, 5.4307, 9.5377, 0.0026, 0.0012, -0.0006
Si, 2.7191, 8.1552, 9.551, -0.0032, -0.0048, -0.0028
Si, -0.0105, 10.8707, 9.5399, -0.0017, 0.0028, 0.0006
Si, 2.7131, 13.5966, 9.5665, 0.0025, -0.0009, 0.0007
Si, 5.4398, 16.3239, 9.5679, -0.003, 0.0026, -0.0017
Si, 8.162, 2.7217, 9.5669, 0.0022, 0.0029, -0.0003
Si, 5.431, 5.4361, 9.5671, -0.001, 0.0037, -0.0012
Si, 8.1598, 8.1615, 9.5674, 0.0021, 0.0029, -0.0024
Si, 5.4467, 10.8795, 9.5758, 0.0073, -0.0112, 0.0056
Si, 8.156, 13.6036, 9.5569, -0.0082, 0.0035, 0.0002
Si, 10.8759, 16.3252, 9.5443, 0.0018, 0.0079, -0.0017
Si, 13.608, 2.7375, 9.5194, 0.001, 0.0001, 0.0011
Si, 10.8953, 5.4483, 9.5554, 0.0096, -0.0131, 0.0008
Si, 13.6088, 8.1709, 9.5335, 0.0004, 0.0007, -0.0032
Si, 10.8825, 10.8902, 9.5601, -0.0054, 0.0013, -0.0015
Si, 13.6051, 13.6104, 9.535, -0.0003, 0.0059, -0.0025
Si, 16.335, 16.3392, 9.5101, -0.0067, -0.004, 0.0021
Si, 19.0428, 2.7319, 9.4963, -0.0028, 0.0008, 0.0038
Si, 16.3243, 5.454, 9.5034, 0.0039, 0.0072, -0.0019
Si, 19.044, 8.1652, 9.4838, -0.0041, 0.0018, -0.0014
Si, 16.3257, 10.8848, 9.5091, -0.0003, 0.0052, -0.001
Si, 19.051, 13.6097, 9.4791, -0.0033, 0.0016, -0.0004
Si, 21.7606, 16.3225, 9.4773, 0.0026, 0, 0.0013
Si, 24.4737, 2.7169, 9.4734, 0.0032, -0.0029, 0.0013
Si, 21.757, 5.4355, 9.4813, 0.0043, -0.0078, -0.0017
Si, 24.4752, 8.1499, 9.4781, -0.001, -0.002, -0.0026
Si, 21.7636, 10.8731, 9.4748, 0.0028, 0.0017, -0.002
Si, 24.4751, 13.5907, 9.483, -0.0022, 0.003, 0.0015
Si, 27.1988, 16.3144, 9.4917, 0.0064, -0.0106, 0.0009
Si, 29.9058, 2.7106, 9.5159, 0.0005, 0.0003, 0.0003
Si, 27.1816, 5.4299, 9.4909, -0.0027, 0.0035, -0.0007
Si, 29.9081, 8.1447, 9.5176, -0.002, 0.0052, -0.003
Si, 27.1984, 10.8717, 9.5052, -0.0045, 0.0029, 0.0011
Si, 29.921, 13.5939, 9.5134, 0.0047, -0.005, 0.0009
Si, 1.3557, 14.9615, 10.9153, -0.0011, 0.0034, 0.0015
Si, 4.0779, 1.3645, 10.9192, 0.0011, 0.0021, 0.0009
Si, 1.3532, 4.0756, 10.9079, -0.0044, -0.0076, -0.0013
Si, 4.0736, 6.7996, 10.9209, 0.0038, 0.0038, -0.0028
Si, 1.3547, 9.5155, 10.9032, 0.0066, 0.0013, 0.0015
Si, 4.0769, 12.2382, 10.9229, -0.0018, -0.0027, 0.0029
Si, 6.7958, 14.9581, 10.9206, -0.0028, -0.0073, 0
Si, 9.5192, 1.3573, 10.9163, -0.0094, -0.0037, -0.0007
Si, 6.7961, 4.079, 10.922, -0.001, -0.0053, 0.0013
Si, 9.5239, 6.8002, 10.9147, 0.0034, -0.0032, -0.0019
Si, 6.8027, 9.5191, 10.9303, -0.0017, 0.0062, 0.0016
Si, 9.5196, 12.2495, 10.9152, 0.0095, 0.0066, 0.0003
Si, 12.2402, 14.9665, 10.8958, 0, -0.0061, 0.0021
Si, 14.9652, 1.371, 10.8729, 0.0072, 0.0004, 0.0015
Si, 12.2515, 4.0822, 10.9013, 0.0001, 0.0043, -0.0016
Si, 14.9691, 6.8064, 10.8793, -0.0009, 0.0017, -0.0014
Si, 12.2422, 9.521, 10.9005, 0.0011, -0.0032, 0.0026
Si, 14.9645, 12.2409, 10.878, -0.0058, -0.0041, -0.0006
Si, 17.6913, 14.9642, 10.8544, -0.0011, 0.0065, -0.0022
Si, 20.4052, 1.3638, 10.8444, -0.0018, 0.0075, -0.0029
Si, 17.6781, 4.0864, 10.8588, -0.0061, -0.0141, 0.0001
Si, 20.4, 6.8006, 10.8426, -0.0007, 0.0009, -0.0052
Si, 17.6883, 9.5224, 10.8575, 0.0018, -0.0018, -0.0014
Si, 20.4066, 12.2414, 10.8375, 0, -0.0028, -0.0012
Si, 23.1186, 14.9585, 10.839, 0.0019, -0.0044, -0.0041
Si, 25.8368, 1.3596, 10.8434, -0.0002, 0.0049, -0.0054
Si, 23.1197, 4.077, 10.8414, -0.0019, 0.003, -0.0016
Si, 25.8327, 6.7965, 10.8519, 0.0012, -0.0006, 0.0001
Si, 23.1219, 9.5159, 10.8409, 0.0037, 0.0021, -0.0007
Si, 25.8385, 12.239, 10.8531, 0.007, 0.0038, -0.0003
Si, 28.5582, 14.9582, 10.8633, 0.0011, -0.0003, 0
Si, 31.2701, 1.3592, 10.8881, -0.0014, -0.0017, 0.0005
Si, 28.5494, 4.0801, 10.8643, -0.0006, 0.0028, -0.003
Si, 31.2766, 6.7965, 10.8863, -0.0004, 0.0043, -0.0041
Si, 28.5553, 9.5132, 10.8725, 0.0001, -0.0004, -0.0006
Si, 31.2749, 12.2388, 10.8899, 0.0017, 0.0043, 0.0012
Si, 2.7189, 16.3198, 12.2736, 0.0003, -0.0037, 0.001
Si, 5.4373, 2.7198, 12.2828, -0.0016, 0.0007, -0.0002
Si, 2.715, 5.4334, 12.2734, -0.0013, 0.0039, -0.0029
Si, 5.4348, 8.1589, 12.2806, 0.0028, -0.0042, 0.0026
Si, 2.7149, 10.872, 12.2704, -0.0002, -0.0016, 0.0012
Si, 5.4365, 13.6003, 12.2802, -0.0006, 0.0056, 0.0012
Si, 8.1556, 16.3205, 12.2767, 0.0038, -0.0001, 0.0005
Si, 10.8823, 2.7253, 12.261, 0.0073, 0.0005, -0.002
Si, 8.1585, 5.4424, 12.2733, -0.0013, 0.0013, -0.0028
Si, 10.8807, 8.1663, 12.2658, 0.0015, 0.0041, 0.0008
Si, 8.161, 10.8882, 12.2776, -0.0002, -0.0062, 0.0016
Si, 10.8788, 13.6132, 12.2648, -0.0063, 0.0034, 0.0038
Si, 13.602, 16.3335, 12.24, -0.0037, 0.0056, -0.0018
Si, 16.3206, 2.7327, 12.2284, -0.002, 0.0067, 0.003
Si, 13.6082, 5.4507, 12.2477, 0.0029, -0.0016, 0.0021
Si, 16.3255, 8.172, 12.2281, -0.0031, 0.0002, 0.001
Si, 13.5995, 10.8905, 12.2462, 0.0001, 0.0035, -0.0003
Si, 16.3252, 13.6109, 12.222, -0.0003, -0.0026, -0.0004
Si, 19.0456, 16.3287, 12.2107, 0.0049, -0.0013, 0.0011
Si, 21.7636, 2.7203, 12.2053, 0.0065, -0.0063, 0.0004
Si, 19.0402, 5.448, 12.2105, 0.0001, 0.0041, -0.0022
Si, 21.7598, 8.1601, 12.2028, -0.005, -0.0022, -0.0011
Si, 19.0458, 10.889, 12.2081, -0.0084, 0.0031, 0.0011
Si, 21.7631, 13.6006, 12.2029, 0.0028, 0.0058, 0.0012
Si, 24.4816, 16.3142, 12.2016, 0.0005, -0.0055, 0.0011
Si, 27.1955, 2.7124, 12.2177, 0.0024, -0.0026, -0.0001
Si, 24.4767, 5.4348, 12.2092, 0.0005, -0.0008, -0.0007
Si, 27.1957, 8.1503, 12.2231, 0.0019, 0.0028, 0.0008
Si, 24.4813, 10.8743, 12.2075, 0.002, 0.0008, -0.0008
Si, 27.201, 13.5939, 12.218, -0.0044, -0.0013, 0.0005
Si, 29.9161, 16.3102, 12.2383, 0.0054, -0.0063, -0.0004
Si, -0.0069, 2.7123, 12.2576, 0.0006, 0.0061, 0.0011
Si, 29.9157, 5.4321, 12.2354, 0.0022, -0.0025, -0.0012
Si, -0.0036, 8.1509, 12.2575, -0.006, -0.002, -0.0024
Si, 29.9167, 10.8711, 12.2399, -0.003, -0.0019, -0.0009
Si, -0.0043, 13.5921, 12.2605, 0.0026, -0.0056, 0.0047
Si, 1.3568, 1.3592, 13.6263, -0.0038, 0, -0.0009
Si, 4.0762, 4.0785, 13.6401, 0.0023, 0.0014, 0.003
Si, 1.3569, 6.796, 13.6282, 0.0007, -0.0027, 0.0007
Si, 4.0754, 9.5198, 13.6383, -0.0032, 0.0005, 0.0001
Si, 1.3578, 12.2355, 13.6257, 0.0044, 0.0004, 0.0012
Si, 4.0781, 14.961, 13.6369, -0.0012, -0.001, 0.0043
Si, 6.7959, 1.3575, 13.6406, -0.003, -0.0013, 0.004
Si, 9.5184, 4.0794, 13.626, -0.0003, -0.0027, -0.0005
Si, 6.7965, 6.7989, 13.6355, 0.0028, 0.0017, 0.0019
Si, 9.5189, 9.5242, 13.6292, 0.0048, 0.0013, 0.0015
Si, 6.7979, 12.2433, 13.6397, 0.0001, -0.0005, 0.0012
Si, 9.5155, 14.9636, 13.6333, -0.0002, 0.0008, 0.0015
Si, 12.239, 1.3617, 13.6131, 0.0007, -0.002, 0.0027
Si, 14.9622, 4.0855, 13.6, 0.0018, -0.0032, 0.002
Si, 12.2418, 6.802, 13.613, 0.0025, -0.0058, -0.0002
Si, 14.9594, 9.5265, 13.5931, -0.0034, 0.0028, -0.0005
Si, 12.2374, 12.2467, 13.6125, 0.0002, -0.0053, -0.0011
Si, 14.9606, 14.9664, 13.589, 0.0013, -0.0033, 0.0015
Si, 17.6828, 1.3668, 13.5745, -0.0054, -0.0029, -0.0037
Si, 20.4016, 4.0837, 13.5616, -0.0018, 0.0011, -0.0061
Si, 17.6815, 6.8055, 13.5775, -0.0028, 0.003, -0.002
Si, 20.4029, 9.5236, 13.5638, 0.0048, 0.0002, -0.0054
Si, 17.6828, 12.2456, 13.5733, 0.0049, -0.0013, -0.0019
Si, 20.405, 14.9648, 13.5636, -0.0041, -0.0013, -0.0009
Si, 23.1244, 1.3566, 13.5598, 0, 0.0028, -0.0024
Si, 25.8395, 4.0767, 13.5727, -0.0012, 0.0044, -0.001
Si, 23.1183, 6.7995, 13.5643, 0.0002, 0.0021, -0.002
Si, 25.8411, 9.5198, 13.5762, -0.0027, -0.0006, 0.0001
Si, 23.1246, 12.241, 13.5632, 0.0016, -0.002, -0.0026
Si, 25.8424, 14.9574, 13.5691, 0.0094, -0.0017, -0.0017
Si, 28.5575, 1.3567, 13.5879, -0.0011, 0.0024, -0.0004
Si, 31.277, 4.0788, 13.6076, -0.0032, -0.0002, -0.0022
Si, 28.5616, 6.7985, 13.5902, -0.0006, 0.0009, 0.0002
Si, 31.2789, 9.5168, 13.6094, 0.0056, 0.0035, -0.0001
Si, 28.5591, 12.2379, 13.5902, 0.0036, -0.0001, -0.0015
Si, 31.2765, 14.957, 13.6104, -0.0031, 0.005, 0.0009
Si, 0.0013, 16.3097, 14.9775, 0.0037, -0.0017, -0.0011
Si, 2.7172, 2.713, 14.9965, -0.0043, -0.0038, -0.0012
Si, -0.0006, 5.4288, 14.9818, -0.0057, -0.0015, -0.0021
Si, 2.7171, 8.1555, 14.9943, 0.0012, -0.0031, 0.002
Si, -0.0004, 10.8708, 14.9794, -0.0021, -0.0052, -0.0017
Si, 2.7215, 13.5923, 14.9894, -0.0036, 0.0013, -0.0001
Si, 5.4355, 16.3176, 15.0038, -0.0007, -0.0061, 0.0031
Si, 8.1599, 2.7206, 14.9931, 0.0023, 0.0039, -0.0003
Si, 5.4401, 5.4377, 14.9991, 0.0003, 0.0051, 0.0005
Si, 8.154, 8.1659, 14.989, -0.0011, -0.0019, -0.0024
Si, 5.4362, 10.883, 14.9975, 0.0038, -0.0012, 0.0016
Si, 8.1549, 13.6069, 14.9993, 0.0071, 0.0054, 0.0001
Si, 10.8748, 16.3296, 14.9834, -0.0009, -0.0018, -0.0028
Si, 13.5963, 2.7289, 14.9616, 0.0004, 0.005, -0.0017
Si, 10.8772, 5.4465, 14.9764, 0.0023, 0.0055, -0.001
Si, 13.5975, 8.1723, 14.9609, -0.0014, 0.0018, -0.0011
Si, 10.8751, 10.8921, 14.9803, 0.0013, 0.0007, -0.0008
Si, 13.5956, 13.615, 14.9598, -0.0055, -0.0022, -0.0025
Si, 16.3198, 16.3328, 14.9381, 0.0043, 0.0057, 0.0006
Si, 19.0418, 2.7317, 14.926, 0.0064, 0.002, -0.0022
Si, 16.3218, 5.4529, 14.9467, 0, 0.0013, 0.002
Si, 19.039, 8.1705, 14.927, -0.0015, -0.003, -0.0027
Si, 16.3157, 10.8957, 14.9395, -0.0046, -0.0015, -0.0052
Si, 19.0416, 13.611, 14.9237, -0.0038, -0.0004, -0.0003
Si, 21.7652, 16.3235, 14.9224, 0.0068, -0.0033, 0.0017
Si, 24.4834, 2.7093, 14.9245, -0.0019, -0.0038, 0.0005
Si, 21.7603, 5.4391, 14.9225, -0.0036, 0.0008, 0
Si, 24.4773, 8.1587, 14.9257, 0.0019, -0.0018, -0.0012
Si, 21.7626, 10.8845, 14.92, -0.0033, 0.0004, -0.0007
Si, 24.4885, 13.5945, 14.9274, -0.0043, 0.0063, -0.0018
Si, 27.2011, 16.3087, 14.9392, -0.0047, -0.0056, 0.0009
Si, 29.9224, 2.7091, 14.9562, 0.0062, 0.0039, -0.0005
Si, 27.203, 5.4315, 14.9373, 0.0064, -0.002, 0.0013
Si, 29.9215, 8.1528, 14.9642, 0.0036, -0.001, -0.0003
Si, 27.2026, 10.8748, 14.9456, 0.0016, 0.0018, -0.0026
Si, 29.9186, 13.5915, 14.962, -0.001, -0.0072, -0.0008
Si, 1.3632, 14.9521, 16.3442, -0.0029, -0.0019, -0.0021
Si, 4.0744, 1.3544, 16.3661, -0.0048, 0.0106, 0.0071
Si, 1.3562, 4.0696, 16.355, 0.0012, 0.0081, 0.0029
Si, 4.0814, 6.7996, 16.3576, 0.0029, -0.0045, 0.0044
Si, 1.3601, 9.5191, 16.3528, -0.004, 0.0016, 0.0026
Si, 4.0814, 12.2425, 16.3631, -0.0032, 0.0057, 0.0028
Si, 6.7938, 14.9599, 16.3691, -0.0032, 0.0002, 0.0041
Si, 9.515, 1.3608, 16.3566, 0.0083, -0.0047, 0.001
Si, 6.802, 4.0769, 16.3587, 0.0067, -0.01, 0.0037
Si, 9.5152, 6.8039, 16.3404, 0.0027, 0.0019, -0.001
Si, 6.7974, 9.5248, 16.3555, 0.0033, -0.0031, 0.002
Si, 9.5171, 12.2464, 16.3531, -0.0014, -0.0061, 0.004
Si, 12.2328, 14.9647, 16.3334, 0.0008, 0.0044, -0.0008
Si, 14.959, 1.3658, 16.3077, -0.0052, -0.0059, 0.0012
Si, 12.2318, 4.0801, 16.3289, 0.0011, -0.0017, 0.0008
Si, 14.9578, 6.8095, 16.3096, -0.0008, -0.0003, 0.0016
Si, 12.2336, 9.5266, 16.3278, -0.0002, 0.0025, 0.0005
Si, 14.9556, 12.252, 16.3083, 0.002, -0.0007, 0.0033
Si, 17.6816, 14.9701, 16.2856, 0.0021, -0.0074, -0.001
Si, 20.4043, 1.3707, 16.2758, -0.0068, 0.0039, 0.0004
Si, 17.6858, 4.0902, 16.2936, 0.0021, -0.0024, 0.0016
Si, 20.3985, 6.8039, 16.2752, 0.0006, 0.0067, -0.0034
Si, 17.6743, 9.5306, 16.2854, -0.0024, 0.0033, 0.0002
Si, 20.4024, 12.2488, 16.2735, 0.0053, 0.0022, -0.0035
Si, 23.1291, 14.9613, 16.2756, 0.0039, -0.0088, -0.0003
Si, 25.8408, 1.3494, 16.2899, 0.002, 0.0043, 0.0022
Si, 23.1193, 4.0686, 16.2738, 0.0052, 0.0011, -0.002
Si, 25.8399, 6.7979, 16.2813, -0.0064, 0.0062, -0.004
Si, 23.1216, 9.527, 16.2802, -0.0064, -0.0042, -0.0027
Si, 25.8463, 12.2397, 16.3009, 0.0064, -0.0068, 0.0026
Si, 28.5568, 14.9537, 16.3131, 0.0049, 0.0077, -0.0018
Si, 31.2823, 1.3535, 16.3281, -0.0072, -0.0016, -0.0045
Si, 28.5641, 4.0744, 16.3046, -0.0008, 0.0014, 0.0018
Si, 31.2845, 6.7969, 16.3335, 0.0026, -0.0052, -0.0005
Si, 28.5634, 9.5213, 16.3156, -0.0015, -0.0033, 0.0037
Si, 31.2811, 12.2367, 16.3295, 0.007, 0.004, -0.001
Si, 2.7175, 16.3009, 17.7233, -0.0131, -0.0205, 0.0014
Si, 5.4443, 2.7138, 17.7222, -0.0002, 0.0044, 0.0011
Si, 2.723, 5.4314, 17.7118, -0.0027, -0.0015, -0.002
Si, 5.4421, 8.1637, 17.7193, 0.0012, 0.0056, 0.0001
Si, 2.7234, 10.8776, 17.7191, -0.0003, -0.0038, 0.0033
Si, 5.437, 13.5993, 17.739, 0.0082, 0.0027, 0.0014
Si, 8.1542, 16.3231, 17.7269, 0.002, 0.0032, -0.0026
Si, 10.8765, 2.727, 17.7081, -0.0019, 0.002, 0.0017
Si, 8.1665, 5.4424, 17.7119, 0.0054, 0.0108, 0
Si, 10.8633, 8.1778, 17.6945, -0.0012, -0.0113, 0.0001
Si, 8.1516, 10.8917, 17.717, 0.0075, 0.0031, 0.0028
Si, 10.8766, 13.6098, 17.7105, 0.0073, 0.0033, -0.0017
Si, 13.5948, 16.3338, 17.6762, -0.0003, -0.0014, -0.0058
Si, 16.3208, 2.7349, 17.6502, 0.0022, 0.0019, 0.0037
Si, 13.5898, 5.454, 17.6682, -0.0064, -0.0058, -0.0017
Si, 16.3215, 8.1742, 17.6563, -0.0045, 0.0024, 0.0022
Si, 13.5952, 10.8922, 17.6732, -0.0119, -0.004, -0.0026
Si, 16.313, 13.6268, 17.6518, 0.0033, 0.0035, 0.0013
Si, 19.0456, 16.3343, 17.631, -0.0001, 0.003, -0.0001
Si, 21.7627, 2.7192, 17.6447, 0.0026, -0.0036, 0.0046
Si, 19.049, 5.4505, 17.6478, 0.0065, 0.013, 0.0022
Si, 21.7516, 8.17, 17.6252, 0.0019, -0.0047, -0.0002
Si, 19.0274, 10.9052, 17.6274, 0.0047, -0.0078, 0.0051
Si, 21.77, 13.6028, 17.6267, -0.0038, 0.0051, -0.0046
Si, 24.4807, 16.3122, 17.6496, -0.0063, -0.0075, 0.0002
Si, 27.2091, 2.6994, 17.647, 0.0019, 0.0037, 0.0051
Si, 24.4835, 5.4244, 17.6221, -0.0009, -0.0004, 0.0009
Si, 27.1924, 8.1531, 17.6519, 0.0023, -0.0111, -0.0009
Si, 24.4822, 10.8769, 17.6492, -0.006, 0.0028, 0.0076
Si, 27.1991, 13.5973, 17.6763, 0.0052, 0.0025, 0.0004
Si, 29.9235, 16.3056, 17.6758, 0.0063, -0.0004, -0.0058
Si, 0.0019, 2.6944, 17.7114, -0.0117, -0.01, 0.0034
Si, 29.9246, 5.4255, 17.6775, 0.0048, 0.0046, -0.0044
Si, 0.0014, 8.1536, 17.7085, 0.003, -0.0028, -0.0018
Si, 29.9206, 10.8821, 17.6875, 0.0124, 0.0059, 0.0012
Si, 0.0077, 13.5861, 17.6979, -0.0027, 0.0022, -0.0046
Si, 1.3493, 1.3213, 19.0893, 0.0068, 0.0097, 0.0096
Si, 4.0856, 4.0755, 19.0778, -0.001, -0.0008, 0.0031
Si, 1.3719, 6.7965, 19.0717, 0.0016, -0.0051, 0.0044
Si, 4.087, 9.5247, 19.0867, -0.0024, 0.0015, 0.0074
Si, 1.3688, 12.2425, 19.0789, -0.0113, 0.0105, 0.0054
Si, 4.0788, 14.9579, 19.1075, -0.0094, 0.0041, 0.0033
Si, 6.7954, 1.3573, 19.1007, 0.002, -0.0032, 0.0083
Si, 9.5192, 4.0819, 19.0812, 0.0117, -0.01, 0.0054
Si, 6.8128, 6.8069, 19.0718, 0.0059, -0.0106, 0.0006
Si, 9.5123, 9.5378, 19.075, -0.0077, 0.0055, 0.0045
Si, 6.7979, 12.2377, 19.1023, 0.0019, -0.0051, 0.0022
Si, 9.5099, 14.9577, 19.0845, 0.0017, -0.0001, 0.0061
Si, 12.2442, 1.364, 19.0548, 0.0073, -0.0097, -0.0019
Si, 14.96, 4.0965, 19.0092, -0.0072, 0.0025, 0.006
Si, 12.2207, 6.805, 19.0318, -0.0057, 0.0146, 0.0003
Si, 14.9579, 9.5302, 19.0185, 0.0003, 0.0023, 0.0075
Si, 12.2462, 12.2444, 19.055, 0.0092, -0.0103, 0.004
Si, 14.9552, 14.9778, 19.0278, -0.0058, 0.003, -0.0001
Si, 17.6833, 1.3677, 18.9924, 0.013, -0.0043, 0.0085
Si, 20.4129, 4.0904, 19.0029, -0.0021, -0.0081, 0.0034
Si, 17.6909, 6.8161, 19.0039, 0.0032, -0.0071, 0.0022
Si, 20.384, 9.541, 18.9689, -0.0055, 0.005, -0.002
Si, 17.6787, 12.2721, 18.9948, -0.0096, 0.0045, 0.0048
Si, 20.42, 14.9775, 18.9712, 0.012, -0.0211, -0.0063
Si, 23.1134, 1.3462, 19.0034, 0.0055, 0.008, 0.0001
Si, 25.8399, 4.0589, 18.9815, 0.0003, 0.0016, 0.0015
Si, 23.1152, 6.7905, 18.9538, -0.0018, 0.0051, -0.008
Si, 25.8354, 9.5116, 19.0131, 0.0119, -0.0113, 0.0091
Si, 23.1239, 12.2493, 18.995, -0.0032, 0.0046, 0.0005
Si, 25.8323, 14.9603, 19.0276, -0.005, 0.0079, 0.0047
Si, 28.5617, 1.3441, 19.0248, 0.0082, -0.009, 0.0017
Si, -1.3656, 4.061, 19.0526, -0.0035, 0.0082, 0.0036
Si, 28.5489, 6.7904, 19.0099, -0.0043, 0.0041, -0.006
Si, -1.36, 9.5263, 19.0555, 0.0028, -0.004, 0.0044
Si, 28.5663, 12.2502, 19.0474, -0.0004, -0.0058, 0.0111
Si, -1.3565, 14.9481, 19.0417, -0.0009, 0.0013, -0.0046
Si, -0.0174, 16.2665, 20.4544, -0.0094, -0.0197, 0.0067
Si, 2.743, 2.6763, 20.4204, -0.0128, 0.0007, 0.0037
Si, 0.0085, 5.416, 20.4041, -0.001, -0.0061, -0.0014
Si, 2.7346, 8.1576, 20.4448, 0.0055, -0.0047, 0.0008
Si, 0.0088, 10.8787, 20.4295, -0.0044, -0.0078, 0.0064
Si, 2.7243, 13.5886, 20.4715, 0.0001, 0.0007, 0.0038
Si, 5.4446, 16.3119, 20.4798, -0.0016, -0.0071, -0.0001
Si, 8.1515, 2.7323, 20.4547, 0.0064, 0.0075, 0.001
Si, 5.4499, 5.4522, 20.4287, 0.0028, 0.0023, 0.0016
Si, 8.1536, 8.1792, 20.4441, -0.0016, -0.0036, 0.0083
Si, 5.4383, 10.8774, 20.473, 0.0007, 0.0056, -0.0048
Si, 8.1563, 13.5981, 20.4693, 0.0015, 0.0054, 0.0045
Si, 10.8825, 16.3243, 20.4216, 0.0067, 0.0009, 0.0016
Si, 13.6151, 2.7425, 20.3866, -0.0029, 0.001, -0.0009
Si, 10.8814, 5.4563, 20.4283, -0.0046, 0.0007, 0.0026
Si, 13.587, 8.1647, 20.3678, -0.0101, -0.0109, 0
Si, 10.8795, 10.9004, 20.4294, 0.0038, 0.0074, 0.0004
Si, 13.6188, 13.6049, 20.4012, -0.0029, 0.0145, -0.005
Si, 16.3157, 16.3534, 20.367, -0.0038, -0.0075, 0
Si, 19.0506, 2.7188, 20.3425, -0.0009, -0.0015, 0.0072
Si, 16.3275, 5.4557, 20.3535, -0.0053, 0.0045, 0.0065
Si, 19.0418, 8.1973, 20.3503, 0.0042, 0.0079, 0.005
Si, 16.3177, 10.9149, 20.351, 0.0045, 0.0008, 0.0067
Si, 19.0498, 13.6517, 20.3235, 0.0061, 0.0178, -0.0036
Si, 21.7633, 16.3028, 20.3723, -0.0106, -0.0063, 0.011
Si, 24.4857, 2.7026, 20.3404, -0.0095, -0.0026, 0.0026
Si, 21.7838, 5.4574, 20.3479, 0.0131, 0.0134, 0.0097
Si, 24.4635, 8.1165, 20.3282, -0.0156, -0.0171, 0.0002
Si, 21.7379, 10.896, 20.3204, -0.0001, -0.0044, 0.0014
Si, 24.4607, 13.6064, 20.3832, -0.0006, -0.013, 0.0071
Si, 27.1991, 16.3151, 20.3874, 0.0043, -0.0001, 0.0016
Si, 29.9156, 2.6856, 20.4062, -0.0057, 0.0092, 0.0029
Si, 27.2017, 5.3988, 20.345, 0.0055, 0.0066, 0.0035
Si, 29.8793, 8.1696, 20.3737, 0.0008, -0.0093, 0.0028
Si, 27.1834, 10.8866, 20.3759, -0.0033, 0.0083, 0.0046
Si, 29.9334, 13.612, 20.4178, 0.0086, -0.0011, -0.0046
O, -0.0775, 5.4034, 38.287, 0.0129, 0.0706, -0.3578
O, 1.863, 3.9994, 37.2636, -0.2113, -0.3926, -0.196
O, 8.9202, 7.0513, 35.4783, -0.1365, 0.1336, 0.3641
O, 3.851, 7.5668, 28.5762, 0.556, 0.2296, 0.2696
O, 5.5821, 2.8, 27.6383, 0.1501, -0.0813, 0.3598
O, 1.8827, 8.7895, 37.7742, 0.5759, -0.3795, 0.0485
O, 10.6927, 10.7702, 38.2382, -0.1941, 0.046, -0.3536
O, 1.5764, 8.9789, 28.6708, -0.075, 0.285, 0.4308
O, 5.5419, 13.6843, 27.6176, -0.0815, 0.043, 0.1129
O, 2.0608, 7.6127, 32.8995, -0.1672, 0.2199, 0.3044
O, 12.9521, 4.5681, 28.1388, 0.2584, 0.1286, 0.0977
O, -0.1139, 13.5019, 27.4347, 0.0033, -0.0794, 0.0871
O, 12.1134, 14.1447, 28.0369, 0.2941, -0.2339, -0.0049
O, 13.5607, 16.2144, 27.4603, -0.1361, -0.1469, 0.4128
O, 20.0177, 17.2573, 28.3244, 0.1202, -0.1396, 0.3258
O, 15.1762, 16.8836, 37.6862, 0.2079, -0.4881, 0.0363
O, 3.6726, 17.7455, 37.5168, -0.6048, -0.0045, -0.2218
O, 14.8318, 6.4119, 28.496, 0.3034, -0.0502, 0.5365
O, 11.9064, 3.899, 37.1322, -0.2801, 0.2639, -0.2346
O, 12.8736, 9.8095, 28.4411, -0.0892, -0.4032, 0.3597
O, 14.7047, 11.7498, 28.4497, -0.092, -0.1109, 0.1756
O, 16.1803, 16.428, 35.333, 0.0008, 0.2501, -0.6756
O, 25.4003, 17.5502, 29.0039, 0.2821, 0.38, 0.2376
O, 14.971, 17.7949, 28.7613, 0.1901, 0.3813, 0.3316
O, 14.5514, 4.3607, 30.1442, 0.2252, 0.0108, 0.1264
O, 19.3689, 5.8269, 27.5611, 0.0903, -0.0104, 0.7008
O, 16.7516, 7.2098, 35.9769, -0.0385, -0.0576, 0.6821
O, 15.7558, 14.5946, 32.9001, -0.1735, 0.431, 0.4966
O, 16.3654, 13.6863, 27.6715, 0.0568, -0.0876, 0.3838
O, 24.0543, 15.8925, 27.5749, 0.1611, -0.1434, 0.4063
O, 29.6309, 8.0406, 31.3064, 0.2886, -0.1593, -0.5282
O, 21.5954, 3.5237, 31.7574, -0.0061, 0.23, -0.215
O, 25.1553, 11.7933, 28.459, -0.5245, -0.341, 0.0373
O, 23.2428, 6.2059, 33.1174, -0.5771, -0.0085, -0.4542
O, 19.4315, 3.1262, 35.5354, 0.2176, 0.3514, 0.3208
O, 29.9528, 16.46, 27.5221, 0.0036, -0.046, 0.2041
O, 1.3821, 15.0922, 28.6977, 0.0288, 0.1376, 0.1996
O, 3.864, 17.4733, 28.6596, -0.1531, -0.4533, 0.0974
O, 3.2456, 9.2192, 30.6306, 0.3031, 0.0237, 0.0006
O, 8.2593, 10.8968, 27.7293, -0.0207, 0.1113, 0.4236
O, 28.9542, 14.3867, 37.4825, 0.2278, -0.433, -0.0998
O, 9.0887, 17.7858, 28.5747, -0.1038, -0.0702, 0.0786
O, 16.1066, 10.8675, 38.2474, 0.0494, -0.0545, -0.2904
O, 9.115, 8.2061, 33.1835, 0.0619, 0.5647, 0.1475
O, 21.7488, 2.7961, 27.667, -0.1612, -0.177, 0.4934
O, 9.7274, 5.9712, 37.7379, 0.3565, -0.2708, -0.0985
O, 3.3454, 17.3941, 33.1306, -0.0043, -0.5028, 0.1932
O, 23.2104, 9.6198, 28.4211, 0.355, 0.5578, 0.3441
O, 7.719, 2.2002, 30.6809, 0.2288, 0.2401, -0.1581
O, 0.7068, 17.2824, 32.5979, 0.0691, -0.2022, 0.2613
O, 13.8087, 13.6911, 31.4212, -0.0681, 0.037, 0.289
O, 24.0007, 3.6866, 32.7653, 0.3797, -0.1164, 0.2135
O, 11.0134, 8.114, 27.665, -0.088, 0.178, 0.5384
O, 21.645, 13.1149, 34.0663, -0.2121, 0.0675, 0.2604
O, -0.032, 10.5585, 38.4286, -0.208, -0.1983, -0.4787
O, -0.3212, 6.779, 34.3363, 0.3081, -0.154, 0.3701
O, 12.8974, 17.3191, 30.4827, -0.3395, -0.1681, -0.0378
O, 2.1073, 10.8119, 36.1073, -0.2434, 0.241, -0.2841
O, 14.5327, 12.7004, 37.2252, -0.0032, 0.2149, -0.0578
O, 8.74, 5.6293, 33.2137, 0.4304, -0.1555, 0.0995
O, 8.8363, 17.8909, 37.4868, 0.0419, -0.2659, -0.4809
O, 19.0119, 13.3726, 38.1676, 0.1423, 0.0546, -0.491
O, 12.4924, 5.5632, 32.5247, -0.4342, -0.0037, 0.2037
O, 28.929, 5.5171, 30.6259, -0.5235, 0.1872, -0.3462
O, 28.8515, 10.0802, 28.1506, -0.0934, 0.0112, 0.1987
O, 8.9713, 12.5426, 37.3503, 0.3206, -0.014, -0.206
O, 24.0075, 8.2799, 34.5463, -0.4796, 0.3343, 0.1453
O, -1.7108, 12.1667, 37.2978, -0.4964, -0.0787, -0.0729
O, 25.539, 3.5379, 35.7386, 0.6149, 0.3233, -0.1548
O, 20.1235, 12.0263, 28.6111, 0.0433, -0.0152, 0.3862
O, 20.7028, 11.4881, 37.3223, 0.1566, 0.0607, -0.4403
O, 9.6896, 14.6692, 33.1189, 0.071, 0.0514, -0.6235
O, 17.5591, 15.2552, 37.1961, -0.3832, 0.0749, -0.002
O, 19.2454, 3.5554, 32.9845, -0.2937, -0.5163, 0.1157
O, 19.8925, 6.6564, 37.0209, -0.4923, -0.2218, -0.0969
O, 4.6354, 10.5404, 35.3433, -0.3013, -0.405, -0.5626
O, 0.2331, 8.9267, 35.7876, -0.3019, 0.0382, 0.1778
O, 20.4851, 9.0135, 36.3234, -0.6239, 0.1725, 0.2891
O, 27.0668, 13.219, 27.489, 0.0954, 0.2274, -0.3488
O, 6.0498, 17.9283, 32.7807, 0.2832, -0.5329, 0.1768
O, 0.7412, 3.8692, 28.5912, 0.278, -0.0867, 0.6306
O, 21.6254, 5.2105, 38.2774, -0.032, -0.1019, -0.4115
O, 24.3553, 7.9023, 38.1612, -0.2608, -0.1504, -0.4566
O, 15.1641, 18.3199, 31.2719, 0.5043, -0.3745, 0.6206
O, 25.2664, 14.7014, 35.6677, -0.0046, 0.4357, 0.013
O, 2.0427, 6.9143, 30.3532, -0.4583, -0.2312, -0.3455
O, 24.2278, 5.7325, 35.4476, 0.0809, 0.0402, -0.1944
O, 14.01, 6.9746, 37.2248, 0.2268, -0.1802, -0.4584
O, 4.3318, 11.8374, 28.9114, -0.396, -0.2549, 0.0488
O, 25.5013, 6.2434, 28.5035, 0.1122, -0.3821, 0.4625
O, -0.7147, 9.2661, 33.3965, 0.1042, -0.1602, -0.3466
O, 27.6204, 9.7312, 31.1513, 0.0532, -0.141, -0.0966
O, 14.3862, 9.9789, 33.1803, -0.0771, 0.4768, -0.1085
O, 10.4291, 18.2103, 30.779, 0.0861, 0.1171, -0.2549
O, 4.1835, 11.8855, 37.3945, 0.6332, 0.1524, -0.2416
O, 21.3167, 11.0211, 32.4497, -0.3277, 0.2792, -0.0571
O, 28.547, 3.9434, 28.5781, -0.6899, -0.3946, 0.1762
O, 10.6525, 16.2674, 38.3548, 0.0182, 0.0324, -0.5315
O, 9.1317, 11.8006, 31.3082, 0.0697, -0.3166, -0.5291
O, 29.0217, 2.8284, 30.9084, -0.1433, -0.2796, 0.0395
O, 28.0584, 4.1927, 37.3406, -0.5764, -0.2199, -0.2194
O, 13.4772, 18.7511, 38.4316, 0.0609, 0.0606, -0.4077
O, 8.2344, 13.9377, 35.2146, 0.0683, 0.5303, 0.0656
O, 12.6643, 9.1793, 37.5397, 0.1289, 0.3823, -0.0856
O, -0.731, 11.7608, 32.3854, -0.4608, 0.0721, 0.0131
O, 27.1745, 16.0378, 38.383, 0.0709, 0.0718, -0.0845
O, 6.8782, 14.1107, 37.4411, 0.0738, 0.2112, -0.147
O, 15.5282, 9.6145, 35.6402, 0.1014, 0.1323, 0.5209
O, 25.7928, 17.6716, 37.0635, 0.2848, -0.0288, -0.3807
O, 8.953, 8.8228, 30.6356, 0.3483, 0.32, -0.4212
O, 6.4847, 9.5376, 36.991, -0.0488, -0.2724, -0.2259
O, 24.4386, 5.3366, 30.8099, 0.2242, -0.0367, 0.0274
O, -1.6891, 4.1387, 29.6366, 0.3346, 0.5871, 0.1878
O, 21.953, 13.7905, 27.5786, 0.2335, 0.1958, 0.4293
O, 4.8248, 17.6612, 35.1301, -0.0739, -0.6996, 0.0615
O, 17.9348, 15.6904, 28.5915, -0.2889, -0.1626, 0.4702
O, 25.6391, 13.0072, 37.6945, 0.3084, 0.3273, -0.0244
O, 16.9987, 3.3657, 37.0562, 0.514, -0.1266, -0.2609
O, 16.3098, 6.7286, 33.4807, -0.2561, -0.2641, -0.1852
O, 21.6345, 16.1127, 38.2329, -0.08, 0.2484, -0.2708
O, 0.3218, 13.4803, 30.6714, -0.2181, -0.0323, -0.1379
O, 2.706, 4.9719, 34.893, -0.0477, 0.1495, -0.1469
O, 2.548, 13.478, 38.4377, 0.0741, 0.1042, -0.4881
O, 9.2785, 17.0528, 34.0226, -0.4709, -0.269, 0.0899
O, 25.7241, 5.684, 37.5055, 0.3714, -0.0367, -0.2992
O, 15.7379, 12.7565, 34.8413, 0.1733, -0.2529, -0.0442
O, -0.2347, 16.0232, 30.5355, -0.5472, -0.001, -0.4045
O, 6.723, 9.7443, 34.2407, 0.191, 0.2375, -0.2832
O, 13.5714, 11.253, 35.2612, -0.4076, 0.0537, -0.2756
O, -1.1805, 17.0131, 37.5052, 0.1581, -0.2241, -0.1215
O, 17.0796, 2.9187, 34.456, -0.1557, -0.5463, -0.4141
O, 29.6564, 16.2502, 35.7151, -0.4404, 0.2383, -0.0725
O, 23.3212, 14.2828, 37.3834, 0.0539, 0.0677, -0.369
O, 12.6044, 11.8527, 30.0014, -0.6839, -0.1714, -0.2992
O, 24.1253, 12.341, 35.7571, -0.3348, -0.4495, 0.065
O, 19.793, 17.9207, 37.5782, -0.5303, 0.3994, -0.0537
O, 23.7107, 11.5187, 33.3836, 0.1853, -0.1552, -0.633
O, -0.7331, 4.1803, 33.9183, 0.4261, -0.1633, 0.1174
O, 4.5873, 8.306, 33.3524, -0.0328, -0.0049, -0.2512
O, 27.7781, 14.506, 35.0929, 0.0891, -0.216, -0.2681
O, 26.3244, 13.6348, 29.9662, 0.0235, 0.428, 0.7097
O, 6.8451, 4.0553, 32.1186, -0.4053, 0.5754, 0.3664
O, 2.7575, 8.422, 35.2688, 0.4576, -0.3794, 0.1423
O, 5.5006, 5.2908, 38.507, 0.1682, -0.1623, -0.3252
O, 6.5416, 8.7955, 31.6828, -0.3178, 0.4752, 0.0531
O, 16.4146, 13.5329, 30.6395, -0.0197, -0.1913, -0.4979
O, 2.5774, 18.1569, 30.8329, -0.2695, 0.2864, -0.2565
O, 1.8896, 3.2331, 33.053, -0.4885, 0.0285, 0.3096
O, 21.8108, 10.7356, 35.0219, -0.1318, -0.1869, -0.1498
O, 22.7643, 9.835, 37.3087, 0.1056, 0.3709, -0.4218
O, 1.047, 15.2178, 37.2965, 0.2898, 0.5007, -0.0681
O, 19.4237, 4.0102, 30.4393, 0.2993, 0.0649, -0.49
O, 20.6296, 15.1681, 32.7623, -0.1809, 0.4309, 0.1358
O, 10.459, 5.0211, 35.3525, -0.4011, 0.001, -0.6379
O, 6.8137, 7.2042, 33.8491, -0.4499, -0.6706, 0.3524
O, 23.1609, 14.4276, 32.4253, 0.6298, -0.1282, 0.1882
O, 5.2395, 15.9418, 38.442, 0.0465, 0.0084, -0.4865
O, 21.4145, 7.948, 27.4421, -0.1673, -0.0259, 0.1922
O, 17.963, 18.1784, 29.7104, -0.2266, -0.0522, 0.2257
O, 30.1046, 5.741, 27.4804, -0.195, -0.0402, 0.5863
O, 26.2453, 15.4204, 33.2416, 0.0018, -0.2532, -0.2523
O, 18.8132, 16.795, 35.4229, -0.1273, -0.0282, -0.6393
O, 6.4435, 11.8629, 30.6703, -0.0099, -0.2202, 0.0673
O, 27.1395, 10.8218, 38.2197, -0.1358, 0.0025, -0.2937
O, 19.0891, 13.8042, 31.0785, 0.2361, -0.1893, 0.0928
O, 27.1563, 8.1319, 27.5857, -0.0537, -0.0898, 0.4128
O, 1.5861, 12.993, 32.9716, -0.2498, -0.1906, 0.3168
O, 29.7954, 18.8398, 38.3271, 0.1625, 0.2185, -0.3176
O, -0.1205, 2.3919, 30.681, 0.5083, 0.1117, 0.2777
O, 4.6318, 13.8492, 30.5467, 0.0851, 0.1902, -0.3523
O, 3.4929, 6.0914, 37.1959, 0.0733, 0.5568, -0.3149
O, -2.2616, 8.2738, 35.2898, -0.3582, 0.3384, -0.2017
O, 17.5182, 8.9622, 34.1862, 0.1129, 0.5523, -0.0423
O, 11.289, 14.0147, 30.4486, -0.1614, 0.2923, 0.2458
O, 16.9138, 3.8908, 31.1258, 0.32, 0.2857, 0.3038
O, 28.1508, 6.6765, 32.8605, -0.1674, 0.2866, -0.1039
O, 4.0483, 11.5172, 31.5214, -0.0267, 0.1574, 0.657
O, 23.6906, 3.9343, 37.4262, -0.0016, -0.5401, -0.2795
O, 23.5104, 2.0645, 30.7057, -0.3999, 0.1181, -0.555
O, 7.9755, 13.7659, 30.092, -0.2477, -0.1288, -0.3404
O, 29.638, 10.3147, 32.8596, -0.5179, 0.2317, 0.239
O, 0.0579, 13.3509, 35.7234, 0.2976, -0.4623, 0.1705
O, 23.9827, 15.8147, 30.3832, -0.0605, -0.1936, -0.1941
O, 8.0288, 7.9105, 38.2992, 0.2227, -0.1931, -0.1274
O, 11.6658, 12.3796, 32.3759, 0.3236, -0.0225, 0.6065
O, 21.2917, 17.7393, 35.4204, 0.3056, 0.0593, -0.0594
O, 0.5411, 5.6513, 32.1067, -0.1479, -0.3675, -0.3031
O, 21.5466, 14.6545, 30.3855, -0.1026, 0.0113, -0.5003
O, -1.6222, 7.4779, 37.6866, 0.1717, 0.3644, -0.1556
O, 17.742, 9.3457, 36.983, 0.2535, -0.1156, -0.3579
O, 28.4524, 14.8715, 28.7824, -0.1044, 0.272, 0.5925
O, 9.6993, 14.9922, 28.5602, 0.2703, 0.2477, -0.6002
O, 7.1545, 15.6047, 28.4453, -0.3451, 0.3585, 0.1782
O, 10.1702, 12.4525, 28.5201, -0.0498, -0.563, 0.5651
O, 29.5606, 2.9792, 33.4453, -0.4419, 0.2992, -0.1998
O, 13.5412, 16.4445, 35.6589, -0.0538, 0.5658, -0.2272
O, 3.8217, 14.4836, 32.96, 0.5018, 0.2216, 0.328
O, 11.0786, 7.56, 31.5587, -0.2015, -0.3727, -0.3612
O, 25.2574, 8.986, 30.002, 0.4625, -0.399, -0.3849
O, 26.2612, 17.7864, 34.3433, 0.3278, 0.1442, 0.1367
O, 12.3504, 14.6962, 37.2978, 0.38, -0.2123, -0.1059
O, 16.466, 8.2794, 27.6481, 0.1056, 0.1325, 0.5796
O, 17.7405, 14.4839, 34.6579, 0.3675, -0.2687, -0.2517
O, 1.4669, 11.1632, 31.0791, -0.3878, -0.2841, -0.3042
O, 12.7161, 6.282, 30.0184, -0.2943, 0.1759, -0.3657
O, 17.4783, 12.6082, 32.8093, 0.4557, -0.3424, 0.4099
O, 20.9401, 8.3917, 32.3001, 0.2549, -0.0937, 0.3108
O, 19.4773, 16.3149, 30.6765, 0.2441, 0.2978, 0.4959
O, 18.1529, 11.5371, 30.3864, -0.5465, -0.2482, 0.2129
O, 28.5153, 12.3049, 29.5243, 0.0797, 0.0533, 0.5449
O, 9.3911, 6.219, 28.5583, 0.0531, -0.0336, 0.012
O, -1.7944, 11.8233, 28.412, 0.3537, 0.0074, 0.5383
O, 13.6853, 7.8664, 31.8326, 0.0268, -0.0231, 0.0511
O, 28.9515, 9.1335, 37.3341, -0.1407, 0.154, -0.519
O, 6.8584, 9.113, 28.9892, -0.4795, 0.1018, 0.143
O, 22.0106, 6.9645, 35.4755, 0.1001, -0.4276, 0.4278
O, 23.7484, 13.1868, 30.2003, -0.3966, -0.1989, -0.1931
O, 8.6803, 16.2084, 30.6051, 0.2348, -0.0519, 0.4836
O, 10.6754, 10.0222, 32.3489, 0.3957, 0.0506, -0.0105
O, 27.4556, 5.2773, 34.9665, -0.5074, -0.1578, 0.1042
O, 19.7675, 7.3158, 34.3803, -0.5663, -0.2531, -0.003
O, 7.5092, 13.2886, 32.6903, -0.5876, 0.3237, 0.0372
O, 23.8654, 17.7577, 35.3897, -0.2641, -0.206, 0.4056
O, 15.085, 15.8063, 30.5657, -0.0306, -0.1044, -0.0192
O, 25.5103, 9.1203, 32.5402, 0.0315, -0.119, 0.0195
O, -2.4665, 13.684, 35.2927, 0.039, -0.0214, -0.4212
O, 13.2851, 8.5435, 35.1048, -0.2605, -0.2933, -0.4999
O, -1.4804, 18.4128, 35.313, 0.2492, -0.012, 0.1825
O, 3.1519, 5.3718, 32.2718, 0.641, 0.0044, -0.2719
O, 12.3442, 2.885, 32.2708, -0.2606, 0.1415, -0.0638
O, 18.4649, 7.567, 32.1427, -0.1218, -0.0113, -0.6076
O, 8.9493, 4.7825, 30.7433, 0.5287, -0.3581, 0.1633
O, 7.5905, 3.9085, 37.6812, 0.24, 0.4952, -0.2475
O, 4.3543, 3.6666, 36.4284, 0.3946, 0.3743, 0.0493
O, 28.808, 6.6136, 36.6838, -0.5821, -0.1068, 0.3821
O, 25.6973, 17.4103, 31.6779, -0.0557, 0.123, 0.1182
O, 5.1086, 2.561, 30.5738, 0.0513, 0.3394, -0.1152
O, 20.2877, 9.9787, 30.2665, 0.2375, -0.1151, -0.2863
O, 10.7266, 2.5091, 35.1187, 0.1502, -0.558, 0.3051
O, 25.9883, 12.8599, 33.968, 0.2317, -0.1081, -0.5949
O, 20.383, 5.8026, 32.2219, 0.481, -0.0112, -0.0271
O, 14.6694, 4.0822, 32.7198, 0.2664, 0.1751, 0.536
O, 1.9072, 14.9203, 34.7536, 0.1646, 0.4691, -0.1092
O, 16.1983, 8.7342, 31.807, 0.1455, 0.1383, -0.637
O, -1.9537, 17.3713, 32.0284, 0.0279, -0.5518, 0.3251
O, 6.862, 11.8641, 35.9101, -0.258, 0.132, -0.1053
O, 26.5327, 7.7576, 34.546, 0.0912, -0.053, 0.4287
O, 6.2489, 18.1906, 37.0883, -0.1502, -0.4215, 0.3596
O, 11.4892, 7.1934, 36.3109, 0.064, -0.0783, -0.0208
O, 2.6714, 10.0607, 33.1311, -0.0849, 0.4046, 0.3828
O, 7.3421, 6.7924, 30.1217, -0.4143, -0.2262, 0.1829
O, 23.3197, 4.7797, 28.4847, -0.2216, -0.0293, 0.2697
O, 12.8023, 4.033, 34.6107, 0.5008, -0.0009, 0.2301
O, -0.412, 15.9701, 35.2689, -0.0564, 0.0394, -0.6523
O, 29.9244, 4.4743, 35.5579, 0.2194, 0.2707, 0.4252
O, 3.3882, 12.8133, 34.9556, 0.384, 0.1133, 0.1082
O, 2.5997, 5.4446, 27.6731, -0.0818, -0.1129, 0.3678
O, 11.0209, 2.8419, 27.5628, -0.049, 0.1044, 0.6475
O, -1.4917, 11.3234, 34.8278, -0.1404, -0.3248, 0.0995
O, 18.4682, 9.9539, 28.3381, -0.1408, -0.0707, 0.3714
O, 17.5853, 4.1711, 28.5742, -0.6428, 0.0982, 0.0584
O, 15.6102, 4.8978, 35.3701, -0.7107, 0.1704, 0.1034
O, 22.5954, 17.7841, 33.0998, 0.0727, -0.3308, -0.3171
O, 2.2652, 15.1546, 31.0666, -0.152, 0.1696, 0.251
O, 11.4835, 16.6657, 32.6272, 0.4604, -0.1731, 0.1087
O, 14.8767, 18.6745, 35.7717, -0.7057, 0.3601, -0.3719
O, 25.5354, 11.353, 31.037, 0.1811, 0.0817, 0.3389
O, -0.4298, 7.7843, 27.5677, -0.1059, -0.0412, 0.5452
O, 14.4466, 10.0824, 30.5123, 0.4941, 0.2555, -0.0188
O, 25.6382, 10.3467, 34.8069, 0.1945, 0.1068, 0.3503
O, 4.4232, 3.4407, 33.5542, 0.3673, 0.2977, -0.0641
O, 7.3238, 4.5822, 28.626, -0.0997, 0.0127, 0.2506
O, -2.0135, 5.9365, 32.521, -0.0521, -0.1553, -0.075
O, 4.548, 16.3381, 30.9482, 0.5865, -0.1633, -0.0202
O, 22.8306, 9.4771, 30.9573, 0.3459, 0.029, 0.2423
O, 23.3093, 7.2579, 29.5237, -0.4539, -0.1135, 0.126
O, 8.0677, 2.7462, 35.3086, -0.1022, 0.4308, -0.1832
O, 9.5615, 12.1091, 33.8351, 0.312, -0.317, 0.6647
O, -0.9792, 1.9246, 28.3228, 0.2258, -0.0986, 0.2887
O, 9.2019, 3.1544, 32.9702, 0.3872, -0.2178, -0.1542
O, 28.1242, 17.2588, 32.5698, 0.316, -0.1258, -0.0082
O, 13.3823, 13.8637, 35.1229, 0.0425, 0.0003, -0.3915
O, 25.7847, 5.6562, 33.0129, -0.0031, 0.0156, -0.2639
O, 15.8982, 5.3233, 38.2407, -0.158, 0.2938, -0.2034
O, 22.4692, 15.6115, 34.6168, 0.2901, -0.1996, 0.5087
O, 30.0795, 10.3809, 30.3833, 0.5549, -0.0698, 0.13
O, 18.1107, 5.2604, 34.718, 0.5582, 0.4282, 0.0817
O, 11.2545, 15.4834, 34.9869, -0.2455, 0.1431, 0.0478

Results
total energy: -218735.739 eV
total energy less fixed offsets of O -438.35, Si -107.03 eV per atom: -17.019 eV
